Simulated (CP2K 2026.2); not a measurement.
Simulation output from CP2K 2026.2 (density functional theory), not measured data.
Periodic cell of 2016 atoms, Si1440O576, from a study of silicon, its oxide and their interface. The atomic structure is a simulated model.
Doubt: the forces sum to 3.04 eV/angstrom along one axis rather than to zero, so they err by at least 0.0015 eV/angstrom per atom on average; the grid cutoff is modest.

Settings
functional: PBE
method: Gaussian and plane waves
basis set: DZVP-MOLOPT-SR-GTH
pseudopotentials: GTH-PBE
grid cutoff: 300 Ry, relative cutoff 40 Ry
k points: Gamma only
occupations: fixed
spin: none
net charge: 0

Cell vectors (angstrom)
a	65.28	0	0
b	0	16.32	0
c	-6.803	-0.7383	33.4872

Atoms and the computed forces on them: element, x, y, z (angstrom), force x, y, z (eV/angstrom)
Si	1.165	-1.207	0.408	0.318	-0.129	0.71
Si	3.652	1.663	0.119	0.439	-0.229	0.597
Si	1.578	4.069	0.272	-0.283	0.2	0.713
Si	4.485	6.551	0.216	-0.135	0.095	0.708
Si	1.22	-6.412	0.374	-0.062	-0.196	0.638
Si	4.14	-4.281	0.396	-0.03	0.254	0.723
Si	6.979	-1.77	0	-0.182	0.371	0.777
Si	9.77	1.134	0.17	-0.203	0.084	0.772
Si	6.766	4.396	0.106	-0.029	-0.31	0.63
Si	9.622	6.562	0.174	0.002	0.17	0.641
Si	6.507	9.96	0.071	0.25	-0.336	0.703
Si	-7.091	-3.728	0.154	0.128	-0.057	0.752
Si	-4.242	-0.978	0.294	-0.014	-0.194	0.718
Si	-1.052	1.06	0.398	-0.186	0.259	0.709
Si	-4.07	4.387	0.014	0.062	-0.289	0.685
Si	-1.538	7.099	0.143	0.205	-0.095	0.713
Si	-3.717	-6.968	0.111	-0.12	0.096	0.72
Si	-0.916	-4.189	0.268	-0.261	0.015	0.67
Si	2.727	0.07	1.573	0.03	-0.002	-0.062
Si	5.5	2.711	1.243	-0.037	0.02	-0.038
Si	2.826	5.54	1.556	-0.004	-0.002	-0.02
Si	5.556	8.226	1.43	-0.008	0.038	-0.026
Si	2.696	-5.38	1.809	-0.006	-0.01	-0.033
Si	5.429	-2.695	1.514	0.014	0.017	-0.065
Si	8.104	-0.072	1.305	0.001	-0.028	-0.062
Si	-5.318	2.764	1.289	0.002	0.017	-0.034
Si	8.162	5.475	1.622	-0.014	-0.003	-0.061
Si	-5.441	8.171	1.197	0.025	-0.029	-0.051
Si	8.126	10.938	1.47	-0.02	0.015	-0.066
Si	-5.435	-2.646	1.433	-0.017	0.003	-0.074
Si	-2.716	0.084	1.689	-0.013	-0.038	-0.049
Si	0.04	2.798	1.535	0.013	-0.007	-0.065
Si	-2.669	5.539	1.482	-0.013	0.017	-0.055
Si	0.025	8.241	1.487	-0.012	0.003	-0.05
Si	-2.609	-5.372	1.434	0.005	-0.012	-0.055
Si	0.078	-2.729	1.762	-0.006	-0.007	-0.025
Si	1.372	1.433	2.933	-0.005	-0.009	0.042
Si	4.174	4.059	2.788	0	-0.033	0.022
Si	1.411	6.896	2.847	-0.001	-0.001	-0.001
Si	4.134	9.474	2.901	0.032	-0.021	0.014
Si	1.419	-4	3.14	-0.004	0.001	0.031
Si	4.128	-1.283	2.87	-0.038	-0.035	0.014
Si	6.794	1.348	2.688	0.018	0.034	-0.021
Si	9.491	4.054	2.893	0.003	-0.002	0.026
Si	6.839	6.904	2.894	-0.012	-0.004	0.03
Si	9.495	9.534	2.766	0.004	-0.006	-0.006
Si	6.787	12.27	2.885	-0.002	0.001	0.034
Si	-6.801	-1.316	2.829	-0.018	0.004	0.032
Si	-4.067	1.522	2.883	-0.028	0.014	0.02
Si	-1.336	4.162	2.846	-0.005	-0.009	-0.001
Si	-4.111	6.892	2.75	-0.015	0.027	0.025
Si	-1.317	-6.723	2.879	0.013	0.007	0.021
Si	-4.045	-4.032	2.75	0.016	0.019	0.02
Si	-1.377	-1.352	2.977	0.028	0.027	0.02
Si	0.007	0.054	4.267	-0.003	0.022	-0.001
Si	2.786	2.78	4.224	0.024	-0.008	-0.001
Si	0.044	5.512	4.188	0.004	0.007	-0.005
Si	2.747	8.184	4.27	-0.003	0.008	0.018
Si	0.003	-5.414	4.328	-0.012	-0.032	-0.015
Si	2.807	-2.598	4.332	0.014	0.007	0.005
Si	5.482	0.073	4.189	0.02	-0.003	0.006
Si	8.107	2.683	4.166	-0.015	-0.007	0.01
Si	5.461	5.471	4.181	-0.006	-0.004	-0.015
Si	8.196	8.225	4.233	-0.007	0.001	0.025
Si	5.452	10.895	4.241	0.001	0.009	-0.014
Si	8.16	-2.684	4.207	-0.006	0.008	-0.007
Si	-5.439	0.081	4.168	0.001	-0.019	-0.011
Si	-2.694	2.835	4.237	-0.002	-0.002	0.011
Si	-5.424	5.485	4.106	-0.001	0.007	-0.009
Si	-2.73	8.222	4.161	-0.002	-0.006	-0.02
Si	-5.418	-5.422	4.067	-0.008	-0.009	0.005
Si	-2.756	-2.718	4.244	-0.007	-0.024	0.005
Si	1.39	-1.29	16.46	0.012	0.011	0.001
Si	4.076	1.383	16.433	-0.005	-0.012	-0.009
Si	1.35	4.155	16.476	-0.004	-0.002	-0.005
Si	4.105	6.876	16.466	-0.009	0.004	-0.011
Si	1.359	-6.742	16.475	-0.007	-0.002	-0.003
Si	4.157	-4.019	16.499	0.008	0.012	0.005
Si	6.866	-1.343	16.436	-0.001	-0.004	-0.005
Si	-6.811	1.43	16.404	-0.001	0.023	-0.007
Si	6.814	4.133	16.409	-0.002	-0.002	-0.006
Si	-6.805	6.89	16.423	0.016	0.015	-0.008
Si	6.882	9.631	16.528	0.014	-0.012	0.012
Si	-6.851	-4.028	16.375	0.008	-0.003	-0.012
Si	-4.103	-1.293	16.455	0.003	0.003	0.008
Si	-1.385	1.447	16.448	0.009	0.011	-0.003
Si	-4.107	4.155	16.45	0.004	0.008	-0.004
Si	-1.379	6.832	16.453	0.007	0.007	-0.012
Si	-4.179	9.554	16.424	-0.001	0.002	-0.004
Si	-1.409	-4.03	16.474	0.002	0.005	0.002
Si	2.796	0.008	17.863	0.004	-0.012	0.035
Si	5.424	2.772	17.745	0.004	0.019	-0.024
Si	2.729	5.527	17.827	-0.011	0.007	-0.009
Si	5.476	8.249	17.818	0.011	0.004	0.002
Si	2.753	-5.375	17.812	-0.012	-0.021	-0.005
Si	5.569	-2.674	17.873	-0.022	0.013	0.007
Si	8.228	-0.004	17.794	0.013	0.016	0.01
Si	-5.463	2.793	17.81	-0.012	-0.006	0.008
Si	8.211	5.542	17.671	-0.024	0.018	-0.003
Si	-5.517	8.255	17.899	-0.023	0.007	-0.014
Si	8.318	10.958	17.931	0.007	0.003	-0.007
Si	-5.534	-2.653	17.756	0.008	0.007	0.003
Si	-2.743	0.098	17.82	-0.009	0.008	-0.001
Si	-0.047	2.816	17.828	0.005	-0.001	0.006
Si	-2.79	5.542	17.843	0.006	0.009	-0.005
Si	0.008	-8.155	17.808	0.003	-0.014	0.008
Si	-2.846	-5.415	17.772	-0.015	0.002	0.002
Si	-0.023	-2.622	17.778	-0.016	-0.011	-0.026
Si	1.343	1.398	19.102	0.004	-0.01	-0.044
Si	4.098	4.14	19.139	0.005	-0.018	-0.01
Si	1.418	6.89	19.249	-0.007	0.011	-0.024
Si	4.118	-6.709	19.205	-0.016	-0.011	-0.017
Si	1.387	-3.949	19.091	0.036	0.028	-0.016
Si	4.238	-1.339	19.282	-0.029	0.037	-0.019
Si	6.794	1.397	19.043	-0.015	-0.036	-0.027
Si	-6.848	4.189	19.122	-0.018	0.017	-0.022
Si	6.904	6.891	19.104	0.015	-0.008	-0.025
Si	-6.917	9.61	19.308	0.012	-0.003	0
Si	7.027	-3.913	19.295	0.032	0.046	-0.004
Si	9.62	-1.36	19.178	-0.004	-0.024	-0.032
Si	-4.095	1.455	19.213	0.013	0.001	-0.016
Si	-1.424	4.211	19.205	0.023	-0.028	-0.026
Si	-4.136	6.909	19.265	0.022	-0.007	-0.001
Si	-1.478	-6.836	19.05	-0.041	-0.029	-0.045
Si	-4.277	-4.081	19.122	-0.018	-0.051	-0.026
Si	-1.393	-1.289	19.162	0.009	0.025	-0.016
Si	0.021	0.042	20.522	0.025	0.01	0.028
Si	2.683	2.782	20.447	-0.03	-0.003	0.065
Si	-0.026	5.547	20.572	-0.007	0.001	0.059
Si	2.783	8.274	20.668	0.001	0.011	0.012
Si	-0.098	-5.367	20.175	-0.006	0.006	0.011
Si	2.793	-2.74	20.573	-0.003	0.01	0.024
Si	5.597	0.138	20.652	-0.022	-0.041	0.043
Si	8.341	2.786	20.05	-0.013	-0.02	-0.013
Si	5.561	5.47	20.416	0.003	0.006	0.026
Si	8.235	8.202	20.599	-0.032	-0.006	0.061
Si	5.63	-5.363	20.454	-0.023	-0.042	0.078
Si	8.327	-2.518	20.819	-0.024	-0.007	0.076
Si	-5.517	0.091	20.536	-0.001	0.006	0.03
Si	-2.77	2.87	20.612	0.001	-0.009	0.038
Si	-5.574	5.6	20.589	-0.023	-0.016	0.044
Si	-2.759	-8.069	20.658	0.032	0.023	0.089
Si	-5.593	-5.312	20.749	0	0.015	0.065
Si	-2.888	-2.676	20.346	-0.015	0.024	0.01
Si	1.711	-1.037	21.819	-0.203	-0.13	-0.742
Si	3.865	1.286	21.79	0.206	0.074	-0.638
Si	1.065	3.86	21.77	0.1	0.129	-0.744
Si	4.473	6.999	21.829	-0.233	-0.075	-0.646
Si	1.041	-6.716	21.642	0.387	0.063	-0.612
Si	4.257	-4.144	21.854	-0.032	0.11	-0.653
Si	7.382	-0.627	22.108	-0.197	-0.323	-0.65
Si	-6.608	1.764	21.806	-0.125	-0.295	-0.706
Si	7.249	4.212	21.484	-0.164	0.116	-0.609
Si	-7.336	6.654	21.839	0.356	0.26	-0.593
Si	6.585	-6.975	21.864	0.285	0.079	-0.743
Si	10.06	-3.635	22.022	-0.257	-0.293	-0.78
Si	-4.379	-1.552	21.756	0.079	0.111	-0.694
Si	-1.153	1.635	21.809	-0.161	-0.181	-0.697
Si	-4.398	4.057	21.912	0.246	0.197	-0.651
Si	-1.028	7.202	21.95	-0.356	-0.292	-0.647
Si	-3.828	-6.371	21.952	-0.205	-0.227	-0.734
Si	-1.621	-4.223	21.493	-0.051	0.004	-0.605
Si	5.307	-1.333	-2.721	0.124	-0.225	0.086
Si	-5.188	8.169	-5.344	-0.069	0.001	-0.01
Si	2.507	-5.313	23.819	0.038	-0.029	-0.128
Si	2.484	0.12	-5.257	-0.071	0.006	0.054
Si	-7.418	6.315	24.763	0.033	0.091	-0.029
Si	6.801	-2.581	-6.958	0.077	0.069	0.07
Si	10.449	3.423	-4.544	-0.01	-0.059	0.034
Si	-3.064	3.667	26.349	0.023	-0.118	0.044
Si	-9.409	-0.678	24.409	-0.033	0.076	-0.138
Si	-3.838	-7.671	24.737	0.04	-0.009	0.023
Si	-2.351	-0.345	23.895	0.022	-0.01	-0.194
Si	2.23	-6.715	-5.843	-0.017	0.02	-0.026
Si	-12.14	0.865	24.483	0.049	-0.065	-0.149
Si	-2.531	-2.55	-1.772	0.061	-0.035	0.054
Si	-0.599	5.197	26.374	-0.092	-0.025	0.039
Si	-0.137	-2.515	23.726	-0.03	0.074	-0.075
Si	5.773	2.733	23.728	-0.136	-0.043	-0.036
Si	-0.517	1.743	-2.38	0.045	-0.095	0.016
Si	-1.058	7.665	24.92	0.029	-0.046	-0.112
Si	-1.476	3.502	-6.688	-0.108	0.016	0.028
Si	-9.5	-0.44	-5.865	0.056	0.036	0.009
Si	-4.158	0.953	25.805	-0.092	0.009	0.024
Si	-3.423	-4.411	-7.022	-0.099	0.134	-0.089
Si	1.726	-7.459	25.878	-0.224	0.075	-0.05
Si	4.536	5.407	24.561	0.037	-0.003	-0.234
Si	-8.506	2.268	-2.054	-0.098	-0.056	0.206
Si	6.037	5.876	-4.061	0.009	0.085	0
Si	2.67	8.142	-1.736	0.002	-0.102	0.143
Si	-7.871	3.946	-4.6	-0.044	0.097	0.106
Si	-2.581	3.801	-2.788	0.006	0.065	0.147
Si	7.144	-6.583	-3.077	-0.105	-0.036	0.186
Si	-1.136	5.648	-4.491	-0.038	-0.025	0.066
Si	4.425	-7.768	-4.139	0.042	-0.043	0.026
Si	2.65	-2.703	-1.86	0.045	-0.048	0.048
Si	4.004	-0.376	25.959	-0.064	-0.042	0.048
Si	-8.148	-2.937	-4.717	-0.009	0.16	0.039
Si	-8.171	-3.384	24.913	0.069	0.042	-0.166
Si	-13.888	-0.793	26.016	0.09	0.027	-0.013
Si	-2.763	-6.138	-4.819	0.051	-0.051	-0.061
Si	-0.553	-7.967	-5.873	0.061	-0.088	-0.005
Si	-13.141	-3.867	26.252	0.088	0.048	-0.112
Si	0.421	5.947	-1.964	-0.002	0.005	0.171
Si	2.548	1.567	-2.603	0.02	0.018	0.072
Si	-6.695	-4.624	-2.771	-0.027	0.095	0.036
Si	-3.924	-5.215	-2.438	0.057	-0.072	0.039
Si	0.176	-1.863	-6.099	0.024	-0.09	0.042
Si	-4.547	5.535	24.65	-0.022	0.012	-0.12
Si	-6.973	1.054	24.801	-0.029	0.021	-0.106
Si	1.953	-3.834	-4.654	0.051	0.049	0.001
Si	-1.734	-0.574	-4.076	0.066	0.082	0.19
Si	12.919	1.472	-4.493	0.068	0.054	-0.043
Si	6.482	1.24	-3.878	0.113	-0.023	-0.187
Si	4.486	-2.116	-5.324	-0.028	-0.083	0.211
Si	4.006	-2.865	24.409	0.131	-0.055	-0.114
Si	1.383	-1.275	5.638	-0.001	0.007	0.008
Si	4.116	1.406	5.58	-0.005	-0.002	0.014
Si	1.398	4.145	5.56	-0.011	-0.013	-0.005
Si	4.095	6.794	5.586	-0.003	-0.009	-0.007
Si	1.39	9.548	5.63	0.006	0.021	0.016
Si	4.122	12.277	5.62	0.01	-0.008	0.005
Si	6.811	-1.312	5.561	-0.011	0.008	-0.001
Si	9.473	1.366	5.555	-0.001	0.006	0.004
Si	6.802	4.098	5.541	0.004	-0.021	-0.002
Si	9.519	6.823	5.566	0.01	-0.002	0.012
Si	6.821	9.56	5.594	-0.006	-0.005	0.011
Si	9.517	12.255	5.535	-0.005	-0.008	-0.007
Si	-4.096	-1.299	5.543	-0.011	0.015	0.009
Si	-1.356	1.433	5.584	-0.007	-0.012	0.013
Si	-4.076	4.181	5.547	-0.003	0.015	0.01
Si	-1.351	6.863	5.531	0.003	0.007	-0.012
Si	-4.082	-6.74	5.512	-0.003	0.01	0.003
Si	-1.381	-4.043	5.622	0.007	0.009	0.009
Si	2.751	0.074	6.972	0.001	0.002	0.005
Si	5.453	2.77	6.944	-0.007	-0.003	-0.002
Si	2.729	5.478	6.964	0.002	-0.003	0
Si	5.45	8.182	6.929	0.004	-0.003	0
Si	2.738	10.931	6.968	-0.014	-0.007	0.003
Si	5.472	-2.67	6.953	0.003	-0.004	0
Si	8.146	0.029	6.946	0.001	-0.003	-0.003
Si	10.843	2.739	6.9	-0.001	0.003	0
Si	8.156	5.456	6.914	0	0.002	-0.007
Si	10.879	8.187	6.903	-0.001	-0.011	-0.003
Si	8.171	10.921	6.936	-0.003	0.005	0.005
Si	10.861	-2.704	6.9	0.003	-0.003	-0.01
Si	-2.72	0.048	6.913	0	0	-0.001
Si	0.027	2.786	6.925	0.002	-0.002	-0.004
Si	-2.702	5.514	6.911	-0.013	-0.007	-0.001
Si	0	8.193	6.945	0.006	0.001	-0.009
Si	-2.744	-5.408	6.939	0.001	0	0.002
Si	0.007	-2.67	6.95	-0.002	-0.005	-0.006
Si	1.373	1.429	8.31	0.01	0.005	0
Si	4.089	4.118	8.315	-0.008	-0.014	0.002
Si	1.364	6.844	8.31	-0.021	-0.011	-0.006
Si	4.095	9.55	8.303	-0.001	0.008	-0.007
Si	1.366	-4.03	8.315	0.003	-0.006	0.002
Si	4.096	-1.318	8.313	-0.005	-0.001	-0.009
Si	6.798	1.4	8.305	0	0.003	-0.004
Si	9.506	4.099	8.28	0.006	-0.005	-0.003
Si	6.803	6.82	8.287	-0.011	-0.012	-0.007
Si	9.522	9.54	8.273	0.009	0.003	-0.007
Si	6.819	-4.041	8.304	0.007	0.02	0
Si	9.51	-1.345	8.274	-0.014	0.011	-0.004
Si	-4.08	1.417	8.254	-0.005	0.003	-0.002
Si	-1.348	4.142	8.274	0.01	0.008	-0.01
Si	-4.069	6.868	8.258	0.014	0.016	-0.001
Si	-1.36	-6.754	8.294	-0.003	-0.004	0
Si	-4.094	-4.022	8.266	-0.002	-0.007	0
Si	-1.358	-1.304	8.289	0.008	0.008	-0.002
Si	0.008	0.051	9.652	-0.004	-0.005	0.002
Si	2.728	2.772	9.681	-0.005	0.004	0.008
Si	-0.001	5.489	9.66	0.008	-0.001	0.002
Si	2.723	8.207	9.671	-0.009	0.004	-0.002
Si	0.002	-5.393	9.664	0.002	0.01	0.003
Si	2.73	-2.673	9.673	-0.002	0.005	0.004
Si	5.447	0.043	9.673	0.001	0.004	0.005
Si	8.156	2.755	9.664	-0.001	-0.001	0.001
Si	5.445	5.483	9.67	-0.004	-0.003	-0.003
Si	8.163	8.184	9.638	-0.002	-0.002	-0.004
Si	5.45	-5.403	9.656	-0.001	-0.01	-0.001
Si	8.168	-2.685	9.658	0.007	-0.007	0.007
Si	-5.442	0.044	9.597	0.007	0	-0.006
Si	-2.713	2.77	9.619	0.001	-0.015	-0.006
Si	-5.432	5.49	9.595	0.002	-0.003	0
Si	-2.721	-8.107	9.646	0.002	-0.008	0.005
Si	-5.449	-5.397	9.605	-0.004	0.001	0.004
Si	-2.721	-2.672	9.638	0.005	0.004	-0.001
Si	1.365	-1.309	11.026	0.002	0.004	0
Si	4.086	1.402	11.034	-0.012	-0.003	-0.003
Si	1.36	4.137	11.025	-0.01	-0.002	-0.003
Si	4.085	6.848	11.032	0.005	-0.01	0.003
Si	1.366	9.572	11.035	-0.002	-0.001	0.004
Si	4.092	-4.043	11.028	-0.001	0	-0.001
Si	6.812	-1.324	11.021	0.006	-0.001	-0.005
Si	9.521	1.381	11.003	-0.002	-0.004	-0.001
Si	6.802	4.122	11.031	-0.009	0.004	0
Si	9.523	6.822	10.992	0.004	-0.006	-0.002
Si	6.809	9.551	11.005	0.003	0.008	-0.004
Si	9.534	-4.06	10.983	-0.007	0.01	-0.006
Si	-4.082	-1.303	10.983	-0.001	-0.001	0.007
Si	-1.363	1.411	10.997	0.016	0.012	-0.005
Si	-4.076	4.134	10.968	0.007	0.001	-0.003
Si	-1.36	6.858	11.012	0	-0.002	-0.004
Si	-4.085	-6.738	10.988	0.011	0.008	0.002
Si	-1.358	-4.024	11.016	-0.001	-0.01	0.003
Si	2.726	0.045	12.395	-0.002	0.004	0.006
Si	5.444	2.763	12.393	-0.003	-0.005	0.002
Si	2.717	5.494	12.39	-0.022	-0.011	0.002
Si	5.451	8.212	12.387	0.002	0.007	-0.002
Si	2.732	10.929	12.404	0.001	0.002	0.001
Si	5.46	-2.685	12.385	0.003	0.008	0.004
Si	8.178	0.023	12.379	-0.008	0.003	0.004
Si	10.889	2.746	12.345	0.004	-0.002	0.001
Si	8.168	5.487	12.381	0.004	0	0
Si	10.892	8.184	12.331	-0.004	0	0.002
Si	8.176	10.915	12.346	0.008	-0.005	-0.008
Si	10.899	-2.713	12.334	-0.007	-0.01	0.006
Si	-2.72	0.051	12.362	0.005	0.01	-0.001
Si	-0.009	2.769	12.363	-0.002	-0.009	-0.004
Si	-2.726	5.49	12.35	0.007	-0.003	0
Si	-0.008	8.217	12.389	-0.007	-0.014	0.001
Si	-2.727	-5.385	12.366	0.001	0.006	-0.001
Si	0.006	-2.669	12.393	0.007	0.01	-0.001
Si	1.352	1.421	13.731	-0.018	0.014	-0.004
Si	4.074	4.127	13.748	-0.002	0.003	0
Si	1.358	6.86	13.751	-0.001	0.004	0.007
Si	4.111	9.58	13.767	0.001	-0.012	0.009
Si	1.368	-4.031	13.769	0.007	0	0.003
Si	4.097	-1.325	13.744	0	-0.002	0.002
Si	6.818	1.392	13.732	0.003	-0.002	-0.008
Si	9.542	4.118	13.717	-0.008	-0.004	-0.003
Si	6.822	6.867	13.751	-0.005	0.006	0.007
Si	9.54	9.559	13.69	-0.01	0.006	-0.004
Si	6.843	-4.045	13.732	0.009	-0.009	-0.004
Si	9.554	-1.359	13.711	0.007	-0.004	-0.004
Si	-4.091	1.42	13.705	0.002	0.012	0.007
Si	-1.371	4.131	13.716	0.014	-0.007	-0.008
Si	-4.084	6.854	13.703	0.011	-0.009	0.005
Si	-1.379	9.576	13.749	0	0.015	-0.001
Si	-4.093	-4.018	13.711	0.005	-0.004	-0.001
Si	-1.358	-1.298	13.747	0.006	-0.007	0.011
Si	0.007	0.076	15.11	0.013	0.01	0.008
Si	2.702	2.77	15.109	-0.008	-0.003	0.003
Si	-0.016	5.483	15.087	-0.011	-0.004	0.003
Si	2.727	8.224	15.11	-0.006	-0.005	-0.001
Si	-0.02	-5.385	15.121	-0.008	-0.013	-0.004
Si	2.754	-2.677	15.128	-0.002	-0.002	0.007
Si	5.472	0.026	15.098	0.001	0.009	0.004
Si	8.189	2.749	15.078	-0.005	0.002	0.004
Si	5.441	5.502	15.084	0	-0.005	-0.004
Si	8.19	8.258	15.096	0.01	0.013	0.004
Si	5.501	10.942	15.125	0.001	0.001	0.009
Si	8.227	-2.72	15.102	0.011	0.009	0.005
Si	-5.453	0.053	15.058	0.001	-0.004	0.003
Si	-2.745	2.793	15.079	0.003	-0.007	0.002
Si	-5.452	5.511	15.065	0.002	-0.003	0
Si	-2.75	8.207	15.101	-0.01	-0.015	0.004
Si	-5.482	-5.39	15.032	-0.003	0.005	-0.003
Si	-2.74	-2.657	15.093	-0.003	-0.011	0.005
Si	17.313	-1.01	0.215	0.078	-0.195	0.68
Si	19.786	1.482	-0.024	0.385	-0.167	0.709
Si	17.74	3.849	0.179	-0.143	0.129	0.731
Si	20.518	6.289	0.131	-0.113	0.341	0.666
Si	17.341	9.862	0.109	0.15	-0.211	0.74
Si	20.644	-4.286	0.221	-0.261	0.12	0.668
Si	23.113	-1.742	0.096	-0.12	0.312	0.673
Si	25.93	1.013	-0.227	-0.09	0.272	0.689
Si	22.824	4.102	0.032	0.208	-0.216	0.677
Si	26.119	6.202	-0.227	-0.183	0.305	0.679
Si	22.709	9.626	0.146	0.223	-0.159	0.629
Si	9.315	12.452	0.155	0.225	-0.099	0.776
Si	12.052	-0.992	0.241	0.016	-0.248	0.726
Si	15.132	1.187	0.404	-0.07	0.003	0.656
Si	11.866	4.363	0.098	0.203	-0.104	0.736
Si	14.635	7.066	0.063	0.16	-0.19	0.808
Si	12.431	9.301	0.046	-0.14	0.206	0.765
Si	15.188	12.144	0.181	-0.311	0.081	0.728
Si	18.877	0.039	1.573	0.02	0.008	-0.07
Si	21.581	2.529	1.224	-0.051	-0.005	-0.049
Si	18.949	5.319	1.515	-0.028	-0.024	-0.06
Si	21.598	8.01	1.368	0.002	-0.046	-0.029
Si	18.972	-5.413	1.412	-0.009	-0.002	-0.039
Si	21.722	-2.799	1.625	0.016	0.002	-0.046
Si	24.372	-0.076	1.199	0.03	-0.018	-0.039
Si	10.841	2.755	1.486	-0.004	-0.01	-0.032
Si	24.498	5.252	1.236	-0.005	0.027	-0.044
Si	10.84	8.178	1.378	0.024	-0.021	-0.047
Si	24.339	10.754	1.412	0.005	0.002	-0.073
Si	10.882	-2.666	1.418	-0.008	0.006	-0.064
Si	13.551	0.055	1.655	0.002	0.011	-0.038
Si	16.311	2.723	1.638	0.012	-0.002	-0.052
Si	13.499	5.481	1.392	-0.007	0.015	-0.042
Si	16.256	8.182	1.356	-0.017	0.012	-0.064
Si	13.555	10.915	1.363	0.016	-0.012	-0.054
Si	16.306	-2.671	1.52	0.014	0.005	-0.038
Si	17.631	1.374	3.004	-0.005	-0.006	0.022
Si	20.36	3.919	2.755	0.001	-0.037	0.027
Si	17.605	6.803	2.738	-0.022	0.011	-0.004
Si	20.29	9.433	2.735	0.013	0.018	0.003
Si	17.688	-4.04	2.827	-0.006	-0.027	0.02
Si	20.319	-1.364	2.808	-0.02	0.002	0.008
Si	23.027	1.259	2.598	0.017	0.032	-0.008
Si	25.874	3.895	2.553	0.019	0.001	-0.002
Si	23.14	6.692	2.611	-0.019	-0.025	-0.002
Si	25.826	9.367	2.568	0.031	-0.016	0.01
Si	23.084	12.116	2.876	0.022	-0.003	0.03
Si	9.474	-1.345	2.781	-0.016	-0.003	0.024
Si	12.201	1.464	2.911	-0.014	0.007	0.029
Si	14.862	4.134	2.796	-0.015	0.009	0.004
Si	12.175	6.83	2.801	0.011	0.004	0.035
Si	14.915	9.548	2.76	0.002	-0.011	0.019
Si	12.21	12.253	2.759	0.005	0.007	-0.006
Si	14.903	-1.386	2.902	0.017	0.013	0.011
Si	16.254	-0.027	4.26	0.011	0.016	-0.013
Si	19.05	2.698	4.255	0.007	0.007	0.012
Si	16.256	5.468	4.13	0.021	-0.013	0.004
Si	18.97	8.113	4.127	-0.003	0.02	0.017
Si	16.293	-5.435	4.129	-0.009	0.002	-0.013
Si	19.023	-2.725	4.2	-0.003	0	0.021
Si	21.747	-0.039	4.092	-0.011	0.003	-0.006
Si	24.456	2.605	3.939	0.028	-0.006	0.006
Si	21.777	5.339	4.01	0.001	0.005	-0.029
Si	24.473	8.053	3.994	-0.022	0.008	0
Si	21.683	10.752	4.13	-0.021	0.01	0.015
Si	24.475	-2.783	4.098	0.006	-0.008	-0.008
Si	10.817	0.031	4.17	-0.006	-0.002	-0.031
Si	13.571	2.792	4.234	0.004	-0.002	0.013
Si	10.855	5.46	4.196	0.016	0.01	-0.013
Si	13.564	8.184	4.141	-0.005	0.009	-0.02
Si	10.851	10.901	4.127	-0.002	0.007	0.007
Si	13.544	-2.758	4.198	0.002	-0.005	-0.005
Si	17.666	-1.4	16.215	0.011	-0.001	-0.01
Si	20.446	1.372	16.26	0.008	0.017	-0.007
Si	17.717	4.05	16.336	-0.007	0	-0.003
Si	20.437	6.747	16.276	0.009	0.006	-0.008
Si	17.726	-6.843	16.274	-0.002	0.002	-0.005
Si	20.462	-4.171	16.193	0.011	0.004	-0.02
Si	23.178	-1.405	16.244	-0.011	0.008	-0.007
Si	9.567	1.359	16.4	-0.013	-0.005	-0.013
Si	23.163	4.002	16.256	0.011	-0.005	0.003
Si	9.595	6.909	16.401	0.02	-0.005	-0.014
Si	23.165	9.402	16.294	-0.025	0.005	-0.004
Si	9.628	-4.072	16.465	0.007	-0.021	-0.003
Si	12.3	-1.372	16.409	-0.015	-0.001	-0.012
Si	15.027	1.345	16.31	0.006	-0.007	0.003
Si	12.341	4.111	16.317	0.004	-0.011	-0.01
Si	15.002	6.753	16.322	-0.003	-0.011	-0.015
Si	12.271	9.533	16.426	0.008	-0.012	-0.009
Si	14.992	-4.081	16.341	0.001	-0.004	-0.002
Si	18.97	0.038	17.481	-0.028	0.014	-0.001
Si	21.815	2.697	17.671	-0.021	-0.01	0.005
Si	19.129	5.384	17.666	0.005	0.011	0
Si	21.763	8.081	17.668	0.019	-0.019	0.003
Si	19.1	-5.473	17.582	0.015	-0.006	-0.008
Si	21.815	-2.819	17.519	0.004	0.004	0.017
Si	24.535	-0.033	17.601	0.009	0	-0.018
Si	11.034	2.709	17.63	0.003	0.025	-0.003
Si	24.507	5.312	17.649	0.005	-0.01	0.021
Si	10.943	8.208	17.866	-0.016	-0.015	0.017
Si	24.541	10.755	17.627	-0.006	-0.008	-0.005
Si	10.999	-2.733	17.837	0.031	0.017	0.024
Si	13.742	-0.043	17.697	0.007	0.006	-0.01
Si	16.312	2.733	17.7	0.011	0.009	0.037
Si	13.632	5.468	17.746	-0.003	0.004	0.016
Si	16.418	8.067	17.621	0.011	0.011	-0.005
Si	13.652	10.903	17.737	-0.008	-0.002	0.023
Si	16.37	-2.728	17.67	0.007	0.008	0.017
Si	17.693	1.346	18.985	-0.014	-0.016	-0.041
Si	20.465	4.046	19.078	0.028	0.009	-0.003
Si	17.773	6.725	19.016	0.005	-0.002	-0.02
Si	20.381	-6.829	18.986	-0.009	0.007	-0.038
Si	17.758	-4.12	18.943	0.021	-0.005	-0.021
Si	20.325	-1.406	18.64	-0.011	-0.036	-0.052
Si	23.2	1.32	18.982	0.024	0.012	-0.018
Si	9.688	4.17	18.835	0.013	0.032	-0.057
Si	23.078	6.621	18.981	-0.041	-0.031	-0.043
Si	9.687	9.598	19.337	0.006	0.004	0.017
Si	23.153	-4.193	18.91	-0.02	-0.006	-0.021
Si	25.859	-1.403	18.961	0.008	-0.009	-0.014
Si	12.397	1.338	18.992	0.01	0.006	-0.018
Si	14.944	4.088	19.107	0.015	-0.029	-0.031
Si	12.309	6.806	19.196	0.005	-0.008	-0.027
Si	15.03	9.413	18.911	-0.028	-0.002	-0.028
Si	12.443	-4.023	19.242	0.007	0.017	-0.008
Si	15.107	-1.357	19.121	-0.011	-0.007	0.009
Si	16.377	0.075	20.482	0.001	0.015	0.071
Si	19.092	2.64	20.339	0.007	0.005	0.06
Si	16.431	5.382	20.394	-0.002	-0.01	0.058
Si	19.073	8.115	20.394	-0.015	0.008	0.035
Si	16.464	10.698	20.179	0.017	-0.021	0.006
Si	19.037	-2.59	20.161	-0.005	0.006	0.04
Si	21.696	-0.156	19.961	-0.005	-0.003	0.006
Si	24.52	2.599	20.492	0.02	0.007	0.018
Si	21.781	5.344	20.553	0.018	0.032	0.05
Si	24.49	7.982	20.213	0.008	-0.009	0.044
Si	21.721	-5.433	20.306	-0.007	0.028	0.03
Si	24.496	-2.826	20.25	0.012	-0.004	0.03
Si	11.133	-0.033	20.371	0.007	-0.031	0.022
Si	13.572	2.699	20.473	0.008	0.028	0.069
Si	10.881	5.384	20.439	0.005	-0.006	0.107
Si	13.772	8.171	20.458	-0.01	-0.004	0.066
Si	11.123	10.981	20.708	0.003	-0.004	0.055
Si	13.937	-2.706	20.639	-0.026	-0.008	0.02
Si	18.061	-1.031	21.679	-0.251	-0.116	-0.743
Si	20.36	1.012	21.428	-0.042	0.145	-0.658
Si	17.513	3.732	21.686	0.112	0.145	-0.728
Si	20.642	7.065	21.754	-0.156	-0.372	-0.611
Si	17.476	9.213	21.71	0.221	0.105	-0.73
Si	20.509	-3.756	21.478	0.021	-0.185	-0.551
Si	22.746	-1.705	21.303	0.053	-0.17	-0.616
Si	9.656	1.426	21.384	0.044	-0.037	-0.526
Si	23.397	4.192	21.873	-0.187	-0.203	-0.746
Si	9.305	6.485	21.792	0.105	0.124	-0.676
Si	22.944	-7.092	21.392	0.044	0.159	-0.705
Si	26.077	-3.729	21.748	-0.142	-0.389	-0.648
Si	12.348	-1.437	21.871	0.293	0.184	-0.739
Si	15.157	1.63	21.836	-0.152	-0.279	-0.728
Si	11.774	3.617	21.719	0.109	0.071	-0.761
Si	15.33	6.948	21.733	-0.085	-0.087	-0.656
Si	12.929	9.887	21.844	-0.225	-0.005	-0.755
Si	15.304	-4.393	21.713	0.037	0.283	-0.558
Si	18.991	-0.544	-2.222	-0.005	0.091	0.158
Si	11.072	6.37	-4.292	0.143	0.075	0.027
Si	18.015	-4.673	23.303	-0.134	0.034	-0.22
Si	16.831	-1.038	24.485	0.107	0.045	-0.05
Si	10.926	7.909	-6.766	0.037	0.177	0.016
Si	24.792	-4.541	-5.219	0.102	-0.127	0.02
Si	22.452	5.333	-4.36	-0.058	-0.016	-0.015
Si	15.469	1.598	-6.289	-0.005	-0.006	0.028
Si	6.803	0.119	25.044	-0.004	-0.058	-0.195
Si	12.167	-6.857	24.772	0.018	-0.002	-0.116
Si	19.044	-4.926	-4.843	0.043	-0.176	0.191
Si	10.365	6.986	24.711	0.005	-0.053	-0.266
Si	1.765	4.315	24.732	-0.021	-0.077	-0.169
Si	13.496	-2.718	-1.835	0.017	0.042	0.08
Si	17.815	4.417	24.627	0.014	-0.069	-0.136
Si	18.309	-3.177	26.046	0.142	0.019	-0.237
Si	19.832	6.697	24.831	-0.062	0.078	-0.252
Si	13.76	2.964	-1.888	0.024	0.103	0.109
Si	14.922	5.745	24.571	-0.014	-0.024	-0.176
Si	19.911	1.208	-6.241	0.097	-0.069	-0.058
Si	8.342	0.06	-6.049	0.056	0.014	0.013
Si	13.998	-0.08	24.173	-0.017	0.079	-0.011
Si	16.756	-3.264	-5.689	-0.133	-0.146	0.125
Si	20.899	-7.531	-7.024	-0.071	0.057	-0.042
Si	22.539	7.395	25.716	0.027	0.175	0.039
Si	8.435	2.874	-2.102	0.048	0.075	0.08
Si	20.303	6.505	-2.795	-0.001	0.026	0.091
Si	17.845	-6.5	-2.886	-0.04	0.062	0.101
Si	8.536	7.125	-2.661	-0.049	0.048	0.058
Si	15.908	5.177	-2.08	0.05	-0.052	0.162
Si	22.35	-7.396	-2.712	0.063	-0.051	0.115
Si	14.925	-7.774	-6.991	0.027	0.079	-0.023
Si	23.01	8.061	-5.333	0.002	-0.056	0.113
Si	21.185	-2.442	-2.104	0.066	0.009	0.161
Si	32.444	1.662	-6.016	0.047	0.015	0.102
Si	8.11	-4.838	-5.28	-0.005	-0.063	0.071
Si	10.001	-4.843	24.882	0.088	0.083	-0.06
Si	4.463	3.367	-4.301	0.032	-0.095	0.002
Si	11.291	-5.001	-1.93	-0.047	-0.017	0.119
Si	18.557	-7.802	-5.277	0.012	0.101	0.082
Si	12.759	-3.412	-6.932	-0.015	-0.016	-0.059
Si	17.685	5.985	-4.549	-0.047	0.009	0.078
Si	17.595	-0.325	-4.949	0.192	-0.098	-0.106
Si	10.989	-4.003	-4.737	0.084	0.06	0.137
Si	13.012	-7.808	-4.96	0.056	0.101	0.224
Si	7.478	-6.272	24.788	-0.149	-0.055	-0.109
Si	12.249	4.459	24.684	-0.047	-0.063	-0.034
Si	17.841	3.513	-6.573	-0.02	-0.058	0.019
Si	15.4	-5.954	-4.708	-0.084	0.073	0.063
Si	2.237	1.842	26.292	0.058	-0.042	0.07
Si	22.269	2.093	23.786	0.022	0.045	-0.126
Si	22.632	2.362	-5.071	-0.062	-0.021	0.169
Si	12.881	-1.747	-4.56	-0.048	0.001	0.039
Si	25.638	-7.372	-6.418	-0.063	0.138	0.001
Si	17.654	-1.389	5.558	-0.006	0.004	0.007
Si	20.427	1.302	5.515	-0.001	-0.003	0.015
Si	17.642	4.102	5.496	-0.015	-0.004	-0.003
Si	20.404	6.722	5.392	0.008	-0.008	-0.016
Si	17.643	9.502	5.483	-0.01	0	0.009
Si	20.384	12.177	5.487	0.02	-0.003	0.007
Si	23.108	-1.419	5.435	-0.005	-0.018	0.007
Si	25.835	1.267	5.317	-0.012	-0.01	0
Si	23.146	3.989	5.365	0.002	-0.004	-0.01
Si	25.812	6.686	5.368	0.016	0.002	0.001
Si	23.121	9.406	5.403	0.006	-0.001	0.005
Si	25.863	12.138	5.365	0.008	0.003	0.009
Si	12.19	-1.349	5.516	-0.005	0.009	-0.012
Si	14.912	1.38	5.561	0.002	-0.003	0.01
Si	12.208	4.128	5.578	-0.003	0.002	0.003
Si	14.921	6.823	5.508	-0.006	0.004	-0.01
Si	12.208	9.539	5.502	-0.005	-0.002	-0.001
Si	14.935	-4.106	5.523	0.016	-0.013	-0.003
Si	19.051	-0.039	6.868	0.007	0	0.008
Si	21.809	2.674	6.801	0.005	-0.019	0.002
Si	19.046	5.427	6.82	-0.006	0.003	-0.007
Si	21.763	8.069	6.775	0.007	0.002	-0.004
Si	19.02	10.838	6.844	-0.008	0.011	-0.002
Si	21.768	-2.78	6.809	-0.002	0.002	0.01
Si	24.505	-0.064	6.747	0.003	0	0
Si	27.19	2.628	6.7	-0.006	0.008	-0.006
Si	24.476	5.349	6.755	-0.008	0.007	0
Si	27.186	8.066	6.714	-0.004	0.002	0.001
Si	24.488	10.795	6.737	-0.006	-0.003	-0.006
Si	27.235	-2.801	6.693	0.008	-0.013	-0.002
Si	13.55	0.004	6.887	0.004	0.01	-0.001
Si	16.31	2.729	6.874	0.003	-0.002	0.002
Si	13.587	5.473	6.903	-0.006	-0.001	0.001
Si	16.299	8.157	6.86	0	0.011	0.003
Si	13.576	-5.451	6.879	0.003	0.01	-0.003
Si	16.293	-2.754	6.887	0	0.003	-0.001
Si	17.685	1.346	8.197	0.01	0.003	-0.006
Si	20.422	4.037	8.141	0.016	-0.003	-0.014
Si	17.69	6.79	8.183	0.009	0.006	-0.013
Si	20.418	9.459	8.146	-0.007	0.004	-0.015
Si	17.673	-4.12	8.214	-0.007	-0.009	-0.004
Si	20.418	-1.42	8.186	-0.008	-0.005	-0.005
Si	23.167	1.296	8.137	0.006	0.014	-0.007
Si	25.859	3.995	8.095	0.003	0	0
Si	23.131	6.716	8.127	-0.023	-0.016	-0.001
Si	25.85	9.434	8.094	-0.002	-0.007	-0.01
Si	23.152	-4.155	8.124	-0.001	0.007	-0.001
Si	25.874	-1.444	8.08	-0.005	-0.001	-0.006
Si	12.208	1.372	8.25	-0.015	-0.015	-0.002
Si	14.951	4.088	8.23	0.007	0.004	-0.008
Si	12.231	6.823	8.263	0.013	0.013	0
Si	14.944	-6.811	8.226	-0.006	-0.015	0.001
Si	12.231	-4.073	8.237	0.002	0	-0.004
Si	14.935	-1.368	8.218	0.008	-0.01	-0.005
Si	16.32	-0.015	9.549	-0.002	0.001	0.003
Si	19.072	2.693	9.522	0.005	0.001	0.001
Si	16.337	5.438	9.557	0.007	-0.004	0.005
Si	19.06	8.131	9.533	-0.005	0.002	0.004
Si	16.317	-5.466	9.574	0.001	0.01	0.009
Si	19.053	-2.764	9.547	0.004	0.004	0.007
Si	21.802	-0.054	9.505	0.001	-0.002	0.004
Si	24.52	2.652	9.489	-0.006	-0.009	0.006
Si	21.782	5.379	9.505	-0.011	0.008	0.007
Si	24.502	8.084	9.47	-0.003	0.007	0
Si	21.79	-5.501	9.496	0.005	0.004	0.003
Si	24.523	-2.794	9.467	-0.001	-0.01	0.004
Si	10.864	0.019	9.624	-0.002	-0.004	0.004
Si	13.59	2.729	9.586	0.006	0.006	0
Si	10.875	5.46	9.622	-0.001	0	0.001
Si	13.6	8.167	9.607	-0.004	0	0.009
Si	10.885	-5.421	9.615	-0.002	-0.003	0.006
Si	13.591	-2.721	9.59	0.002	0.005	0.005
Si	17.692	-1.386	10.89	-0.001	-0.002	-0.002
Si	20.44	1.318	10.856	0.001	-0.001	-0.006
Si	17.714	4.06	10.875	0.01	-0.008	-0.008
Si	20.431	6.753	10.858	0.003	-0.004	-0.008
Si	17.696	9.484	10.901	-0.002	0.001	-0.003
Si	20.433	-4.136	10.868	-0.009	0	-0.004
Si	23.168	-1.432	10.841	0.006	-0.004	-0.007
Si	25.882	1.283	10.833	-0.002	0.009	0
Si	23.156	4.015	10.846	-0.009	0.003	-0.002
Si	25.87	6.726	10.826	-0.006	-0.007	-0.002
Si	23.162	9.454	10.842	-0.011	-0.012	-0.002
Si	25.883	-4.16	10.825	0.003	-0.002	0
Si	12.233	-1.359	10.949	-0.011	0.011	-0.004
Si	14.965	1.35	10.908	0.011	-0.008	-0.002
Si	12.243	4.09	10.963	-0.002	-0.005	0.001
Si	14.978	6.793	10.926	0.002	0.008	-0.004
Si	12.245	9.533	10.961	0.008	0.006	-0.002
Si	14.962	-4.094	10.925	0	-0.005	0.002
Si	19.079	-0.031	12.219	0.001	0.012	-0.002
Si	21.796	2.672	12.215	0.003	-0.009	0.005
Si	19.069	5.416	12.226	0.005	0.005	0.006
Si	21.811	8.094	12.203	-0.009	0.007	0.003
Si	19.074	10.835	12.235	0	0.002	0.009
Si	21.807	-2.78	12.214	0.001	-0.002	-0.005
Si	24.528	-0.076	12.198	-0.008	-0.004	0
Si	27.237	2.645	12.197	0.002	-0.007	0.007
Si	24.522	5.37	12.196	-0.007	0.01	0
Si	27.229	8.082	12.193	-0.003	0	-0.006
Si	24.535	10.803	12.2	0.004	0.014	0.002
Si	27.244	-2.807	12.192	0.002	0.004	-0.001
Si	13.598	0.007	12.275	-0.004	-0.019	0.001
Si	16.36	2.7	12.229	0	0.019	-0.002
Si	13.625	5.445	12.297	0.015	0.005	0.006
Si	16.336	8.145	12.279	0.01	-0.011	0.007
Si	13.615	-5.44	12.306	-0.009	0	0.004
Si	16.333	-2.736	12.257	-0.001	0	0.006
Si	17.728	1.34	13.574	0.006	-0.013	0
Si	20.438	4.056	13.563	-0.015	0.004	-0.001
Si	17.707	6.763	13.596	-0.009	0.007	0.001
Si	20.448	9.448	13.553	0.011	-0.014	-0.006
Si	17.704	-4.118	13.582	0.002	0.003	0.005
Si	20.443	-1.4	13.561	-0.001	-0.005	-0.006
Si	23.165	1.295	13.546	-0.005	0.004	-0.006
Si	25.884	4.017	13.559	-0.015	0.003	-0.001
Si	23.175	6.733	13.56	0.004	-0.01	-0.007
Si	25.887	9.439	13.576	0.003	-0.01	0.006
Si	23.177	-4.153	13.554	-0.011	0	-0.005
Si	25.895	-1.439	13.551	0.001	-0.006	-0.003
Si	12.261	1.362	13.667	-0.008	0.007	0.004
Si	15.014	4.056	13.595	0.025	-0.033	-0.002
Si	12.276	6.822	13.66	0	0	0.003
Si	14.977	9.508	13.645	-0.009	0.015	-0.008
Si	12.263	-4.085	13.675	0.008	0.003	-0.008
Si	14.955	-1.373	13.599	-0.005	0.027	-0.002
Si	16.334	-0.008	14.9	-0.003	-0.019	0.006
Si	19.073	2.721	14.927	0.004	-0.002	0.015
Si	16.36	5.4	14.963	0.004	0.002	0.01
Si	19.084	8.114	14.924	0.007	0.001	0.005
Si	16.348	-5.451	14.973	0.005	-0.002	0.004
Si	19.08	-2.763	14.906	-0.005	0.004	0.012
Si	21.797	-0.034	14.92	0.009	0	-0.001
Si	24.526	2.645	14.901	-0.009	-0.008	-0.004
Si	21.811	5.393	14.922	-0.005	0.006	0.004
Si	24.539	8.063	14.939	-0.016	0.003	0.012
Si	21.835	10.774	14.896	0.001	-0.003	0
Si	24.535	-2.791	14.909	-0.003	-0.011	0
Si	10.927	-0.006	15.051	0.008	0.002	0.01
Si	13.667	2.72	14.969	0.014	0.013	0.002
Si	10.924	5.494	15.042	-0.001	0.005	0.007
Si	13.627	8.169	15.037	0.007	0.004	0.01
Si	10.918	10.882	15.053	-0.007	-0.004	0.006
Si	13.626	-2.719	15.003	-0.015	-0.006	0.013
Si	33.957	-1.149	-0.172	0.155	-0.384	0.645
Si	36.685	1.555	-0.009	0.174	-0.212	0.76
Si	34.406	3.682	0.214	-0.129	-0.023	0.772
Si	36.835	6.456	0.128	-0.055	0.208	0.737
Si	33.602	9.552	-0.114	0.261	-0.026	0.728
Si	36.997	-4.489	0.115	-0.115	0.06	0.711
Si	39.693	-1.645	0.243	-0.072	0.029	0.77
Si	42.424	1.065	-0.187	-0.25	0.183	0.716
Si	39.255	4.492	0.064	0.116	-0.175	0.695
Si	-22.618	6.66	-0.026	-0.373	0.131	0.709
Si	-26.074	9.623	0.027	0.133	-0.102	0.682
Si	25.331	12.357	0.051	0.341	-0.091	0.752
Si	28.172	-1.165	-0.022	0.027	-0.057	0.747
Si	31.601	1.028	-0.269	-0.365	0.268	0.695
Si	28.623	4.25	-0.071	0.053	-0.322	0.596
Si	31.011	6.807	0.179	0.245	-0.121	0.705
Si	28.886	9.13	-0.027	-0.39	0.17	0.715
Si	31.394	11.813	-0.156	-0.008	0.224	0.668
Si	35.485	-0.069	1.254	-0.012	0.021	-0.052
Si	38.219	2.745	1.306	-0.011	0.01	-0.047
Si	35.433	5.28	1.544	0.004	0.011	-0.056
Si	-27.258	8.09	1.338	0.007	-0.03	-0.039
Si	35.287	-5.642	1.217	-0.034	-0.003	-0.038
Si	38.103	-2.873	1.415	-0.014	-0.015	-0.041
Si	40.927	-0.026	1.342	0.018	0.018	-0.047
Si	27.246	2.601	1.033	-0.009	-0.01	-0.043
Si	-24.397	5.618	1.279	0.065	-0.012	-0.029
Si	27.113	8.002	1.075	0.014	0.001	-0.055
Si	-24.477	10.808	1.298	-0.017	0.005	-0.067
Si	27.052	-2.817	1.233	-0.013	0.001	-0.053
Si	29.898	-0.02	1.103	0.029	-0.003	-0.023
Si	32.648	2.558	1.244	-0.005	-0.005	-0.08
Si	29.884	5.331	1.537	-0.04	-0.013	-0.015
Si	32.612	8.027	1.354	0.002	0.021	-0.043
Si	29.916	10.744	1.326	0.034	0.004	-0.07
Si	32.683	-2.843	1.005	0.001	0.026	-0.017
Si	34.039	1.228	2.632	0.007	0.015	0.033
Si	36.851	3.968	2.809	0.013	-0.029	0.051
Si	33.999	6.701	2.715	-0.004	0.005	0.02
Si	-28.646	9.406	2.68	0.004	0.013	0.03
Si	33.982	-4.159	2.52	-0.013	0.002	0.013
Si	36.737	-1.455	2.666	0.004	0.003	0.015
Si	39.517	1.329	2.651	-0.017	-0.007	-0.006
Si	-23.203	4.078	2.67	-0.006	0.036	0.004
Si	-25.796	6.844	2.704	-0.015	-0.013	0.027
Si	-23.078	9.506	2.664	-0.015	-0.007	0.007
Si	-25.802	12.122	2.754	0.018	-0.001	0.048
Si	25.738	-1.436	2.627	-0.016	-0.014	0.028
Si	28.577	1.313	2.529	-0.026	-0.006	-0.001
Si	31.328	3.918	2.676	0.035	-0.013	0.013
Si	28.432	6.747	2.673	-0.028	0.034	0.032
Si	31.257	9.401	2.717	-0.018	-0.014	0.04
Si	28.496	12.159	2.561	0.017	0.032	0.008
Si	31.276	-1.479	2.422	0.017	-0.009	0.004
Si	32.618	-0.152	3.909	-0.013	0.01	-0.023
Si	35.381	2.602	4.038	-0.024	0.011	-0.015
Si	32.638	5.323	4.034	-0.015	0.001	0.012
Si	-29.944	8.064	4.076	0.017	-0.002	0.014
Si	32.643	-5.495	3.97	0.035	-0.018	-0.008
Si	35.324	-2.819	3.96	-0.013	-0.021	-0.001
Si	38.113	-0.058	3.981	0	0.025	0.001
Si	-24.492	2.704	4.066	0.002	0.018	-0.002
Si	-27.111	5.415	4.082	0.008	0.003	-0.008
Si	-24.448	8.178	4.061	-0.012	0.003	0.006
Si	-27.241	10.778	4.033	-0.001	0.009	-0.014
Si	-24.445	-2.765	4.047	-0.004	0.009	-0.018
Si	27.192	-0.069	3.909	-0.005	0.008	-0.02
Si	29.905	2.605	3.989	-0.016	0.004	0.012
Si	27.138	5.308	3.99	-0.002	0.006	-0.01
Si	29.853	8.063	4.033	-0.009	0.001	0.002
Si	27.178	10.767	3.939	-0.012	-0.017	0.015
Si	29.91	-2.791	3.878	0.02	0.005	-0.003
Si	34.008	-1.465	16.306	-0.002	-0.005	0.001
Si	36.701	1.297	16.318	0	-0.002	-0.002
Si	34.004	3.98	16.292	-0.01	0.003	-0.011
Si	-28.566	6.722	16.288	0.009	-0.002	-0.002
Si	34.041	-6.866	16.267	-0.001	-0.007	-0.007
Si	36.683	-4.142	16.284	0.004	-0.004	-0.005
Si	39.387	-1.416	16.298	-0.009	0.002	0.001
Si	25.903	1.294	16.248	-0.002	0.013	-0.011
Si	-25.912	3.999	16.276	-0.002	0.007	-0.001
Si	25.888	6.723	16.342	-0.002	0.006	0.006
Si	-25.885	9.426	16.254	-0.007	-0.003	-0.008
Si	25.875	-4.17	16.277	-0.012	0.014	-0.01
Si	28.603	-1.473	16.285	-0.009	-0.003	-0.001
Si	31.317	1.271	16.28	0.006	0.003	-0.004
Si	28.591	4.002	16.29	-0.005	-0.011	-0.013
Si	31.3	6.726	16.296	-0.006	-0.007	0.004
Si	28.628	9.428	16.324	-0.009	-0.004	0.01
Si	31.307	-4.15	16.32	-0.003	-0.002	0.004
Si	35.365	-0.104	17.657	0.017	0.001	0.01
Si	38.044	2.662	17.712	0.007	0.008	-0.002
Si	35.405	5.305	17.641	0	0.011	-0.003
Si	-27.235	8.103	17.662	0.02	0.003	0.015
Si	35.336	-5.48	17.678	0.008	0.004	-0.001
Si	38.042	-2.805	17.652	-0.005	0.016	0.014
Si	40.715	-0.018	17.653	-0.004	-0.005	-0.006
Si	27.24	2.631	17.645	-0.013	0.026	0.012
Si	-24.595	5.38	17.621	-0.01	-0.001	0.012
Si	27.275	8.082	17.712	-0.011	-0.003	-0.021
Si	-24.536	10.768	17.611	0.009	0.016	-0.006
Si	27.217	-2.815	17.646	0.008	-0.018	0.012
Si	30	-0.136	17.623	0.003	-0.002	0
Si	32.641	2.639	17.671	0.005	-0.005	0.016
Si	29.94	5.359	17.66	0.005	0.001	-0.012
Si	32.727	8.066	17.61	-0.002	0.001	-0.003
Si	29.973	10.805	17.698	0.005	0.02	0.036
Si	32.684	-2.827	17.718	0.012	-0.011	0.004
Si	33.993	1.239	19.002	-0.006	-0.008	-0.037
Si	36.697	3.988	19.127	-0.001	0.011	0.006
Si	34.057	6.656	18.96	-0.007	0.005	-0.024
Si	36.702	-6.821	19.018	0.022	-0.001	-0.025
Si	34.038	-4.153	19.153	-0.026	0.003	-0.001
Si	36.728	-1.439	19.054	-0.007	0.008	-0.04
Si	39.389	1.311	19.09	0.002	-0.014	0.002
Si	25.863	3.957	19.044	-0.015	-0.019	-0.021
Si	-25.958	6.694	19.051	-0.002	-0.01	-0.024
Si	25.904	9.448	19.065	0.026	0.047	-0.002
Si	39.373	-4.23	18.969	-0.015	-0.034	-0.023
Si	42.069	-1.355	18.995	0.022	-0.011	-0.043
Si	28.648	1.239	18.923	-0.007	0.011	-0.025
Si	31.288	4.018	19.041	0.003	0.001	-0.032
Si	28.616	6.689	19.078	-0.011	-0.016	0
Si	31.485	9.488	18.98	0.022	0.037	-0.028
Si	28.52	-4.195	19.051	-0.015	-0.02	-0.033
Si	31.322	-1.473	19.064	-0.015	0.016	0.004
Si	32.672	-0.098	20.428	0.013	0.004	0.052
Si	35.357	2.53	20.412	0.008	-0.02	0.064
Si	32.741	5.327	20.377	-0.004	-0.033	0.034
Si	35.372	8.058	20.285	0.009	-0.011	0.029
Si	32.767	10.772	20.584	-0.028	-0.002	0.056
Si	35.398	-2.762	20.496	0.003	0.013	0.064
Si	38.078	-0.094	20.461	-0.023	-0.001	0.062
Si	40.732	2.725	20.407	0.02	0.026	0.067
Si	37.953	5.398	20.56	0.018	0.023	0.051
Si	-24.521	8.011	20.37	0.016	-0.004	0.052
Si	38.038	-5.507	20.46	0.005	0.01	0.054
Si	40.756	-2.861	20.23	0.015	0.01	0.049
Si	27.31	-0.09	20.286	0.008	-0.031	0.029
Si	29.938	2.578	20.34	0.006	0.003	0.038
Si	27.218	5.309	20.446	-0.003	-0.016	0.058
Si	30.136	8.089	20.227	-0.006	-0.021	0.036
Si	27.192	10.792	20.563	0.022	0.005	0.035
Si	29.931	-2.851	20.365	-0.009	-0.023	0.047
Si	34.223	-1.202	21.824	-0.13	-0.131	-0.733
Si	36.475	0.987	21.816	0.156	0.102	-0.755
Si	33.776	3.652	21.702	0.128	0.196	-0.691
Si	36.78	7.054	21.854	-0.167	-0.401	-0.625
Si	34.014	9.115	21.832	0.095	0.349	-0.595
Si	37.004	-3.856	21.836	-0.202	-0.238	-0.703
Si	39.31	-1.726	21.618	0.056	0.212	-0.696
Si	26.177	1.378	21.681	-0.253	-0.019	-0.639
Si	39.612	4.286	21.773	-0.162	-0.152	-0.759
Si	25.554	6.471	21.665	0.146	0.008	-0.726
Si	39.166	-7.183	21.653	0.141	0.132	-0.746
Si	42.307	-4.022	21.53	-0.207	-0.122	-0.723
Si	28.453	-1.592	21.689	0.248	0.153	-0.712
Si	31.491	1.47	21.715	-0.155	-0.202	-0.709
Si	28.348	3.627	21.684	-0.005	0.173	-0.676
Si	31.692	6.996	21.624	-0.115	-0.047	-0.712
Si	28.965	9.556	21.57	-0.214	0.123	-0.668
Si	31.011	-4.44	21.712	0.164	0.061	-0.755
Si	-26.806	0.148	-2.101	0.055	0.141	0.131
Si	27.444	7.093	-4.577	-0.152	0.041	0.078
Si	-29.736	-8.099	24.301	0.036	0.015	-0.226
Si	-29.002	-3.929	24.886	0.064	0.118	-0.068
Si	29.995	5.673	-4.98	0.058	-0.086	0.058
Si	32.496	-2.517	-4.854	-0.127	0.02	0.068
Si	-26.931	5.455	-4.901	0.047	0.01	-0.019
Si	-31.559	4.479	-7.032	-0.069	-0.061	-0.004
Si	24.294	-0.133	23.528	0.101	-0.028	-0.002
Si	27.573	7.642	23.645	-0.045	-0.127	-0.18
Si	26.136	-7.431	25.82	-0.125	-0.085	-0.006
Si	29.995	-6.082	-5.449	-0.052	0.031	-0.136
Si	28.045	-1.242	-6.881	-0.04	0.052	0.06
Si	29.244	-3.203	-2.112	0.03	-0.066	0.198
Si	-31.298	4.255	24.655	-0.001	-0.022	-0.088
Si	32.268	-2.564	23.956	-0.011	0.043	-0.127
Si	-27.15	-7.992	26.239	-0.221	-0.044	-0.104
Si	31.104	1.308	-3.392	0.164	-0.064	0.031
Si	31.5	6.17	24.504	-0.033	-0.052	-0.02
Si	-29.789	4.042	-4.921	0.101	-0.022	0.017
Si	17.796	1.483	25.924	-0.035	0.031	-0.091
Si	30.16	-0.26	24.015	0.04	-0.044	-0.085
Si	23.165	-4.396	25.99	-0.061	-0.091	0.099
Si	-32.448	-7.76	25.753	0.067	-0.022	-0.083
Si	-24.849	-6.952	24.492	-0.054	-0.057	0.004
Si	24.337	2.682	-2.387	0.001	-0.057	-0.021
Si	-27.081	-7.73	-5.152	-0.027	0.03	-0.062
Si	-30.416	7.504	-2.175	-0.104	-0.05	0.239
Si	25.348	5.383	-3.056	0.076	-0.003	0.183
Si	30.776	4.9	-2.173	0.031	-0.105	0.23
Si	-25.197	-7.206	-2.882	0.092	-0.043	0.168
Si	31.849	6.866	-6.891	0.029	0.063	0.058
Si	-25.876	3.332	-6.859	0.084	0.084	0.073
Si	-31.364	-1.039	-7.02	-0.14	0.117	-0.001
Si	-28.859	3.604	26.386	-0.057	-0.102	-0.161
Si	26.47	-4.717	-2.708	0	0.11	-0.026
Si	23.468	-6.659	24.22	0.083	-0.011	-0.044
Si	20.871	1.007	26.215	0.013	-0.026	-0.174
Si	-32.382	-5.548	-5.109	0.05	0.078	0.062
Si	-28.875	-4.033	-2.772	-0.086	0.053	-0.016
Si	29.871	-1.377	-4.46	-0.115	0.148	-0.018
Si	-31.61	4.732	-2.627	0.011	0.006	-0.078
Si	-30.698	-1.676	-3.18	0.005	0.037	0.171
Si	21.924	-4.7	-3.988	0.007	0.064	0.066
Si	28.184	-6.885	-3.028	0.119	-0.141	0.032
Si	-28.563	1.833	-6.725	-0.068	-0.062	-0.03
Si	28.901	4.849	24.43	-0.033	0.008	0.03
Si	-28.944	-0.739	-5.496	-0.022	-0.05	0.132
Si	25.3	-2.858	24.555	-0.085	-0.037	-0.187
Si	29.793	2.692	-5.482	0.03	0.005	-0.039
Si	-27.036	2.496	24.014	-0.013	0.018	-0.133
Si	-24.905	4.601	-2.824	-0.111	0.058	0.11
Si	-27.042	-2.13	-4.009	0.053	-0.025	-0.008
Si	-31.765	-4.794	25.819	-0.044	0.042	-0.103
Si	33.967	-1.467	5.325	-0.001	0.004	0.009
Si	36.736	1.253	5.384	0.009	0	0.004
Si	34.019	3.982	5.381	0.029	-0.003	0.009
Si	-28.545	6.73	5.41	0.008	-0.012	0.011
Si	33.979	9.467	5.373	-0.022	0.012	0.011
Si	-28.589	12.173	5.357	0.005	-0.001	0.005
Si	-25.827	-1.405	5.372	-0.004	-0.007	0.012
Si	-23.091	1.334	5.378	0.003	-0.003	0.005
Si	-25.821	4.036	5.455	-0.019	0.002	0.022
Si	-23.115	6.77	5.399	-0.01	-0.006	0.008
Si	-25.853	9.477	5.415	-0.003	0.009	0.009
Si	-23.092	12.211	5.407	-0.004	0	0.006
Si	28.563	-1.435	5.278	-0.011	-0.01	-0.007
Si	31.276	1.224	5.31	0.03	-0.004	0.006
Si	28.554	3.988	5.343	0.01	0.017	-0.002
Si	31.244	6.691	5.36	-0.005	0.005	0.001
Si	28.53	9.455	5.365	-0.003	0.001	0.015
Si	31.254	-4.141	5.302	-0.006	0.008	-0.004
Si	35.341	-0.107	6.703	0	-0.002	-0.003
Si	-27.215	2.651	6.752	-0.003	0.016	-0.005
Si	-29.917	5.357	6.745	0.005	-0.003	0.001
Si	-27.201	8.102	6.769	0.004	-0.011	-0.01
Si	-29.936	10.815	6.736	0.006	0.002	-0.009
Si	-27.216	-2.774	6.709	-0.01	0.005	-0.002
Si	-24.471	-0.033	6.729	-0.006	0.004	-0.014
Si	-21.749	2.693	6.755	0.001	0.003	-0.002
Si	-24.462	5.41	6.781	-0.003	-0.011	-0.003
Si	-21.774	8.143	6.766	0.003	0.007	-0.01
Si	-24.485	10.854	6.751	-0.013	0.008	-0.006
Si	-21.733	-2.74	6.754	0.01	-0.01	-0.009
Si	29.911	-0.102	6.691	0.005	0.003	-0.009
Si	32.628	2.605	6.693	-0.012	0.002	-0.001
Si	29.905	5.336	6.729	-0.012	0.002	0.008
Si	32.611	8.081	6.706	0.001	0.004	-0.001
Si	29.913	-5.503	6.698	-0.002	0	0.004
Si	32.611	-2.806	6.702	0.004	-0.006	-0.008
Si	33.994	1.267	8.069	0.003	-0.002	-0.002
Si	-28.572	4.004	8.115	-0.005	-0.01	0.016
Si	33.982	6.728	8.076	0.009	0.001	-0.004
Si	-28.577	9.463	8.105	0.007	0.008	0
Si	33.974	-4.151	8.082	-0.003	-0.005	0.002
Si	-28.579	-1.437	8.084	-0.004	-0.007	0.007
Si	-25.842	1.304	8.102	0.002	-0.006	-0.002
Si	-23.11	4.043	8.124	0.004	0.017	0
Si	-25.849	6.747	8.13	-0.01	-0.002	0.003
Si	-23.143	9.489	8.121	-0.011	-0.019	-0.005
Si	-25.861	-4.115	8.096	0.01	0.002	0.004
Si	-23.122	-1.391	8.1	0.007	0.011	-0.001
Si	28.564	1.272	8.063	-0.003	-0.005	-0.007
Si	31.28	3.975	8.071	-0.002	0.005	-0.009
Si	28.559	6.718	8.082	0.007	-0.001	0.003
Si	31.264	-6.874	8.071	0.002	0.007	0.001
Si	28.577	-4.15	8.081	0.013	0.016	0
Si	31.27	-1.443	8.073	-0.003	-0.011	0.004
Si	32.634	-0.084	9.437	-0.001	0.004	-0.003
Si	-29.94	2.635	9.451	0.005	0.014	0.001
Si	32.631	5.353	9.436	-0.005	-0.008	0.002
Si	-29.94	8.087	9.448	-0.001	0.002	-0.001
Si	32.627	-5.522	9.443	0.004	-0.003	0.001
Si	-29.941	-2.795	9.445	-0.003	-0.002	-0.002
Si	-27.219	-0.064	9.443	-0.002	0.008	-0.006
Si	-24.493	2.675	9.464	0	0.001	-0.002
Si	-27.215	5.372	9.471	0.006	0	0.004
Si	-24.501	8.123	9.477	0	0.005	-0.006
Si	-27.22	-5.486	9.456	0	-0.006	0.005
Si	-24.499	-2.753	9.453	-0.01	0.001	-0.009
Si	27.225	-0.083	9.452	0.002	-0.004	-0.001
Si	29.922	2.628	9.441	0.004	0.004	0.002
Si	27.218	5.358	9.457	-0.005	0.008	0.001
Si	29.92	8.08	9.444	-0.012	0.001	0
Si	27.223	-5.52	9.443	0.002	0.001	-0.004
Si	29.93	-2.8	9.453	0.005	-0.006	0.006
Si	33.99	-1.436	10.81	0.005	0.001	0
Si	-28.572	1.29	10.815	-0.005	-0.008	0.008
Si	-31.295	4	10.812	-0.002	0	0.004
Si	-28.585	6.731	10.818	0.004	-0.001	0.003
Si	-31.295	9.443	10.813	-0.002	0.001	0
Si	-28.588	-4.142	10.82	-0.004	0.008	0.005
Si	-25.869	-1.412	10.82	0.006	0.001	0.005
Si	-23.149	1.322	10.837	0.004	-0.008	0.002
Si	-25.857	4.017	10.833	0.005	0	0.007
Si	-23.146	6.761	10.83	-0.004	0.005	-0.002
Si	-25.869	9.476	10.824	0	-0.008	0.003
Si	-23.153	-4.112	10.826	0.002	-0.004	0.003
Si	28.585	-1.439	10.821	0.009	-0.006	0
Si	31.288	1.278	10.809	-0.001	-0.005	-0.001
Si	28.583	3.998	10.817	-0.005	-0.001	-0.002
Si	31.282	6.718	10.81	0.001	0.011	-0.003
Si	28.576	9.441	10.817	0.001	0.001	-0.001
Si	31.284	-4.16	10.816	-0.004	0.006	0.003
Si	35.35	-0.075	12.172	0	0.003	-0.005
Si	-27.222	2.653	12.189	0.008	0.007	0
Si	-29.942	5.364	12.178	0.001	-0.004	0.001
Si	-27.222	8.097	12.171	0.002	0.019	0.001
Si	-29.939	10.805	12.179	-0.001	-0.013	0.005
Si	-27.234	-2.773	12.181	0.001	-0.008	-0.003
Si	-24.52	-0.046	12.185	-0.004	0.005	-0.003
Si	-21.799	2.698	12.191	0.002	0.007	-0.002
Si	-24.5	5.385	12.186	0.007	0.008	-0.001
Si	-21.802	8.131	12.188	0.002	-0.006	-0.007
Si	-24.522	10.846	12.184	0.002	0	-0.001
Si	-21.8	-2.746	12.187	-0.003	0.007	-0.008
Si	29.946	-0.082	12.183	0.001	0.006	0
Si	32.64	2.637	12.185	-0.006	0.007	0.001
Si	29.937	5.358	12.189	-0.003	-0.004	-0.001
Si	32.639	8.078	12.183	0.005	-0.002	-0.001
Si	29.938	-5.526	12.184	0	-0.002	-0.002
Si	32.642	-2.799	12.179	0.001	-0.008	-0.001
Si	34.003	1.273	13.547	0.009	-0.008	0.002
Si	-28.591	4.007	13.546	-0.003	0.01	0.006
Si	-31.286	6.723	13.555	-0.012	0.004	0.009
Si	-28.574	9.449	13.537	0.009	-0.017	0.007
Si	33.988	-4.161	13.549	-0.003	0.015	0.006
Si	36.696	-1.418	13.555	-0.005	0.007	0
Si	-25.869	1.3	13.564	0.004	-0.015	0.013
Si	-23.158	4.034	13.569	0.006	-0.005	0.007
Si	-25.872	6.731	13.534	0.008	-0.01	-0.002
Si	-23.17	9.486	13.541	-0.003	-0.003	0.008
Si	-25.892	-4.133	13.551	-0.01	0.01	0.009
Si	-23.173	-1.405	13.548	0.012	-0.005	0.004
Si	28.6	1.279	13.552	0.002	0	0
Si	31.294	3.999	13.558	0.005	0.001	0.012
Si	28.585	6.722	13.559	-0.015	0.008	0.003
Si	31.295	9.441	13.556	-0.008	0.003	0
Si	28.598	-4.173	13.562	0.006	-0.003	0.003
Si	31.3	-1.439	13.554	-0.001	0	0.001
Si	32.667	-0.093	14.924	-0.002	0.001	0.003
Si	35.351	2.632	14.919	0.004	0.003	0.004
Si	32.651	5.356	14.932	0.005	0.008	0.004
Si	-29.909	8.081	14.905	0.011	0.016	-0.002
Si	32.644	-5.518	14.933	0.005	-0.007	0.001
Si	35.343	-2.796	14.905	-0.001	-0.009	0
Si	38.045	-0.054	14.93	0.003	0.003	0.005
Si	-24.516	2.666	14.928	0.002	0.003	0.001
Si	-27.232	5.371	14.9	0.004	0.005	-0.002
Si	-24.52	8.097	14.885	0	0.008	0.001
Si	-27.24	10.812	14.918	-0.001	0	-0.004
Si	-24.547	-2.762	14.908	0.004	-0.004	0.002
Si	27.26	-0.09	14.917	0.001	0.003	0
Si	29.946	2.634	14.928	-0.008	-0.003	0.005
Si	27.233	5.374	14.941	0.008	-0.006	0.009
Si	29.948	8.077	14.922	0.009	0.002	0
Si	27.257	10.787	14.945	0.003	0.009	0.003
Si	29.962	-2.813	14.918	-0.001	0.001	0.003
Si	-15.011	-0.895	-0.18	0.099	-0.31	0.717
Si	-12.466	1.787	0.265	0	-0.025	0.815
Si	-14.667	3.945	-0.032	-0.226	0.136	0.678
Si	-11.789	6.592	0.022	-0.279	0.117	0.757
Si	-15.292	-6.605	0.089	0.218	-0.067	0.767
Si	-12.101	-4.397	0.095	-0.055	0.206	0.658
Si	-9.365	-1.573	0.093	-0.09	0.214	0.747
Si	-6.544	1.101	0.118	-0.118	0.2	0.757
Si	-9.693	4.249	0.149	0.196	-0.115	0.743
Si	-6.463	6.477	-0.246	-0.221	0.329	0.728
Si	-9.758	-6.483	0.057	0.15	-0.136	0.739
Si	-23.429	12.453	-0.03	0.206	-0.183	0.763
Si	-20.605	-1.16	-0.039	0.1	-0.153	0.732
Si	-17.454	1.105	-0.102	-0.122	0.224	0.674
Si	-20.69	4.207	0.203	0.201	-0.069	0.666
Si	-17.848	7.093	0.131	0.057	-0.247	0.707
Si	-20.028	9.294	0.091	-0.09	0.189	0.794
Si	-17.342	12.079	0.052	-0.148	0.144	0.726
Si	-13.625	0.135	1.416	-0.02	-0.017	-0.077
Si	-10.88	2.848	1.568	0.003	0.032	-0.044
Si	-13.522	5.531	1.278	0.041	0.002	-0.049
Si	-10.788	8.2	1.39	-0.004	0.009	-0.06
Si	-13.614	-5.552	1.407	-0.038	-0.006	-0.037
Si	-10.955	-2.734	1.354	0.013	-0.007	-0.034
Si	-8.168	0.002	1.419	0.01	-0.018	-0.045
Si	-21.892	2.633	1.361	-0.003	-0.048	-0.021
Si	-8.034	5.47	1.262	0.002	-0.002	-0.045
Si	-21.604	8.173	1.416	-0.007	0.017	-0.088
Si	-8.198	-5.355	1.413	-0.017	-0.002	-0.085
Si	-21.767	-2.754	1.252	-0.004	0.01	-0.067
Si	-19.012	-0.016	1.268	0	-0.002	-0.026
Si	-16.301	2.739	1.217	-0.024	0.016	-0.056
Si	-19.029	5.439	1.334	0.037	-0.024	-0.035
Si	-16.358	8.216	1.506	0.007	0.008	-0.064
Si	-18.931	10.924	1.362	0.025	-0.003	-0.044
Si	-16.112	-2.617	1.182	0.01	0.059	-0.039
Si	-15.017	1.448	2.742	0.017	0.023	0.031
Si	-12.253	4.231	2.82	-0.037	0	0.046
Si	-14.907	6.821	2.695	0.002	-0.026	0.01
Si	-12.236	-6.865	2.77	0.02	0.004	0.011
Si	-14.885	-4.016	2.671	-0.025	-0.007	0.028
Si	-12.25	-1.302	2.696	0.008	0.006	-0.008
Si	-9.494	1.397	2.771	0.012	-0.005	0.008
Si	-6.719	4.104	2.675	-0.002	-0.021	0.012
Si	-9.373	6.85	2.69	-0.013	-0.026	0.023
Si	-6.767	-6.775	2.642	0.023	-0.007	0.001
Si	-9.576	-4.038	2.788	0.004	0.017	0.033
Si	-23.039	-1.399	2.713	-0.006	-0.024	0.036
Si	-20.374	1.351	2.655	-0.011	-0.003	0.001
Si	-17.641	4.077	2.634	0	-0.025	0.011
Si	-20.331	6.769	2.782	-0.007	0.013	0.018
Si	-17.68	9.585	2.835	-0.02	0.004	0.041
Si	-20.384	12.244	2.635	-0.001	0.024	0.011
Si	-17.608	-1.376	2.6	0.012	-0.016	0.011
Si	-16.342	0.015	4.047	0.001	0	-0.028
Si	-13.613	2.787	4.1	0.008	0.005	-0.014
Si	-16.287	5.434	4.023	-0.005	0.006	-0.006
Si	-13.587	8.139	4.129	0.008	0	0.014
Si	-16.268	-5.354	4.081	0.007	-0.002	-0.003
Si	-13.568	-2.679	4.08	-0.003	-0.01	-0.003
Si	-10.872	0.027	4.089	-0.006	-0.012	0.003
Si	-8.104	2.773	4.082	0.013	0.019	-0.007
Si	-10.801	5.546	4.097	-0.005	0.002	-0.014
Si	-8.087	8.217	4.087	0.001	-0.002	0.01
Si	-10.901	-5.441	4.114	0.007	0.002	0.007
Si	-8.178	-2.691	4.148	0.007	-0.015	-0.016
Si	-21.688	-0.027	4.052	-0.007	-0.001	-0.023
Si	-19.019	2.728	4.01	-0.002	0.004	-0.009
Si	-21.769	5.394	4.039	-0.005	-0.002	-0.027
Si	-19.024	8.168	4.137	0.023	0	-0.003
Si	-21.732	10.881	4.019	0.003	-0.001	-0.002
Si	-18.997	-2.718	3.988	0.026	-0.004	-0.016
Si	-15.051	-1.322	16.3	0.005	-0.015	-0.002
Si	-12.288	1.365	16.267	0.002	-0.003	-0.013
Si	-15.029	4.101	16.25	0	-0.001	-0.015
Si	-12.285	6.84	16.268	-0.001	0.011	-0.024
Si	-15.03	-6.763	16.23	0.017	0.002	-0.015
Si	-12.286	-4.034	16.283	0.001	0.004	-0.001
Si	-9.56	-1.345	16.339	-0.002	0	-0.001
Si	-23.161	1.307	16.294	0.013	-0.006	0.005
Si	-9.527	4.134	16.31	0.002	0.011	-0.021
Si	-23.196	6.739	16.275	-0.019	-0.003	0.006
Si	-9.547	9.559	16.357	-0.001	0.006	-0.004
Si	-23.205	-4.121	16.271	-0.005	0.009	-0.003
Si	-20.468	-1.356	16.247	-0.005	-0.009	-0.01
Si	-17.758	1.376	16.312	0.016	-0.001	0.006
Si	-20.44	4.042	16.33	-0.001	0.006	0.008
Si	-17.782	6.758	16.252	-0.015	-0.006	0.001
Si	-20.478	9.498	16.249	0.007	-0.007	-0.004
Si	-17.721	-4.04	16.24	-0.005	0.016	-0.006
Si	-13.7	0.065	17.63	-0.004	0.008	0.017
Si	-10.887	2.711	17.578	0.013	0.006	-0.027
Si	-13.653	5.456	17.573	-0.013	-0.014	0.017
Si	-10.963	8.204	17.656	0.008	-0.005	0.022
Si	-13.716	-5.356	17.586	-0.025	-0.001	-0.017
Si	-10.91	-2.735	17.685	0	-0.027	0.024
Si	-8.206	0.036	17.685	0.015	-0.017	-0.028
Si	-21.78	2.633	17.672	0	-0.005	0.006
Si	-8.185	5.5	17.694	-0.002	-0.009	-0.008
Si	-21.821	8.104	17.606	0.004	0.008	0.003
Si	-8.162	-5.43	17.742	0.021	0.011	-0.017
Si	-21.873	-2.686	17.575	-0.005	-0.001	0.002
Si	-19.138	-0.007	17.644	-0.01	0.008	0.01
Si	-16.408	2.793	17.639	-0.015	0.022	0.003
Si	-19.072	5.395	17.715	0.037	-0.024	-0.004
Si	-16.438	8.186	17.507	-0.019	0.002	0.004
Si	-19.117	10.925	17.53	0.007	0.017	-0.004
Si	-16.404	-2.694	17.673	0.001	0.007	-0.015
Si	-15.035	1.495	18.989	0.026	0.002	-0.019
Si	-12.262	4.052	18.862	-0.005	0.001	-0.032
Si	-15.097	6.822	18.822	-0.005	0.018	-0.032
Si	-12.367	9.628	18.913	0	-0.014	-0.019
Si	-15.051	-4.059	19.036	0.006	-0.005	-0.027
Si	-12.36	-1.36	18.911	0.013	0.003	-0.039
Si	-9.572	1.388	19.006	0.006	0.01	-0.006
Si	-23.223	3.993	18.91	-0.025	-0.012	-0.031
Si	-9.589	6.841	19.003	0.009	-0.008	-0.043
Si	-23.197	9.401	18.984	-0.025	-0.006	-0.013
Si	-9.519	-4.105	19.075	-0.028	0.036	-0.018
Si	-6.874	-1.255	19.115	0.007	-0.002	0.002
Si	-20.427	1.299	19.118	-0.028	-0.005	0.003
Si	-17.71	4.058	19.159	0.005	-0.009	-0.016
Si	-20.462	6.789	18.996	0.022	0.004	-0.003
Si	-17.763	9.573	18.859	0.009	-0.002	-0.02
Si	-20.511	-4.056	18.858	0.03	-0.012	-0.029
Si	-17.801	-1.346	19.018	0.008	-0.024	-0.005
Si	-16.417	0.096	20.271	-0.04	0.002	0.063
Si	-13.615	2.868	20.332	-0.014	-0.011	0.058
Si	-16.311	5.561	20.382	-0.031	-0.033	0.094
Si	-13.801	8.239	20.117	-0.036	0.009	0.068
Si	-16.449	-5.453	20.327	0.015	-0.006	0.046
Si	-13.662	-2.693	20.357	-0.024	-0.046	0.06
Si	-11.033	0.034	20.225	-0.014	0.003	0.079
Si	-8.213	2.724	20.385	-0.002	-0.011	0.061
Si	-10.922	5.354	20.226	0.013	-0.022	0.019
Si	-8.431	8.224	20.533	-0.014	0.044	0.074
Si	-10.98	-5.459	20.353	0.035	0.001	0.048
Si	-8.227	-2.654	20.443	-0.013	-0.021	0.039
Si	43.357	0.001	20.455	0.01	0.037	0.035
Si	-19.017	2.599	20.566	0.062	0.018	0.033
Si	-21.856	5.339	20.215	-0.014	-0.005	0.037
Si	-19.116	8.27	20.246	-0.021	0.031	0.049
Si	-21.806	10.831	20.19	0.026	-0.001	0.081
Si	-19.246	-2.707	20.307	-0.004	0.014	0.041
Si	-14.864	-1.05	21.503	-0.095	-0.32	-0.658
Si	-12.59	1.152	21.555	0.173	0.234	-0.701
Si	-14.507	4.636	21.626	-0.134	-0.075	-0.764
Si	-12.406	6.791	21.225	-0.044	-0.062	-0.523
Si	-15.26	9.301	21.633	0.119	0.2	-0.663
Si	-11.999	-3.793	21.605	-0.184	-0.075	-0.656
Si	-9.901	-1.479	21.554	0.132	0.037	-0.646
Si	42.296	1.667	21.801	-0.219	-0.298	-0.756
Si	-9.422	4.222	21.671	-0.305	-0.196	-0.66
Si	-23.357	6.389	21.647	-0.013	0.187	-0.761
Si	-10.297	9.073	21.767	0.281	0.181	-0.701
Si	-6.762	-3.603	22.045	-0.126	-0.307	-0.66
Si	44.4	-1.676	21.689	0.264	0.226	-0.779
Si	-17.607	1.187	21.986	-0.079	0.264	-0.743
Si	-20.729	3.833	21.575	0.237	0.05	-0.694
Si	-17.521	7.224	21.546	0.026	-0.18	-0.685
Si	-20.301	9.779	21.614	-0.04	-0.17	-0.729
Si	-18.134	-4.336	21.528	0.113	0.033	-0.653
Si	-10.827	0.222	-1.977	0.01	-0.02	0.02
Si	-20.742	6.546	-5.232	-0.007	0.083	0.02
Si	-18.504	-5.879	26.208	0.184	0.041	-0.125
Si	-13.91	-5.037	23.526	0.021	-0.081	-0.064
Si	-14.065	4.761	-6.702	0.076	-0.124	0.049
Si	-14.581	-4.638	-7.002	-0.028	0.006	0.04
Si	-11.236	7.517	-5.62	-0.073	-0.05	-0.052
Si	-5.882	2.406	-6.366	-0.221	-0.037	0.01
Si	-24.852	-1.661	24.469	-0.058	-0.058	-0.197
Si	-21.982	8.161	23.799	-0.091	0.007	-0.172
Si	-10.661	-4.869	-4.366	0.131	0.039	0.054
Si	-14.076	7.698	-7.073	0.016	0.098	0.049
Si	-22.556	-0.967	-6.838	0.071	-0.039	-0.076
Si	-19.189	-2.989	-2.177	0.007	-0.051	0.166
Si	-16.428	3.508	23.554	-0.04	-0.101	-0.002
Si	-16.099	-2.987	23.379	-0.008	0.023	-0.069
Si	-11.694	6.225	25.548	-0.067	0.071	-0.004
Si	-18.813	3.097	-1.816	0.018	-0.092	-0.031
Si	-17.243	5.31	25.639	0.119	-0.001	-0.05
Si	-12.728	4.09	-4.104	0.049	-0.034	-0.041
Si	-23.48	1.761	-5.893	0.077	0.019	0.108
Si	-19.274	-0.639	24.001	0.13	0.048	-0.085
Si	-26.788	-2.853	26.386	-0.039	-0.09	0.094
Si	-16.553	8.194	25.882	-0.107	-0.104	-0.057
Si	-10.959	-7.404	24.623	0.004	0.043	-0.289
Si	-24.208	1.706	-3.054	0.104	-0.089	0.251
Si	-13.518	-8.066	25.726	0.093	-0.106	-0.033
Si	-14.411	-7.297	-2.798	-0.015	0.031	0.046
Si	-29.59	-6.718	-4.125	-0.081	0.13	-0.176
Si	-16.714	5.176	-1.85	0.071	0.004	-0.054
Si	-7.292	6.9	-3.371	0.117	-0.131	0.148
Si	-16.012	-6.939	-5.374	0.086	0.001	0.039
Si	-8.875	-6.896	-2.886	0.039	0.068	0.147
Si	-13.125	-4.565	-2.735	-0.055	-0.016	0.056
Si	-3.219	1.832	-4.836	0.099	0.013	0.051
Si	-24.332	-2.876	-5.032	-0.007	-0.112	-0.054
Si	-24.31	1.142	24.692	-0.029	0.118	-0.128
Si	-22.996	7.02	-3.023	0.056	0.004	0.085
Si	-18.835	-6.069	-5.048	-0.044	0.032	-0.027
Si	-14.771	-2.931	-4.614	-0.101	-0.029	0.073
Si	-17.947	-3.027	-4.868	-0.027	0.011	0.047
Si	-12.462	6.839	-2.934	-0.039	-0.056	0.148
Si	-14.573	1.891	-4.568	0.024	-0.039	-0.132
Si	-23.269	-4.881	-3.002	-0.079	0.006	0.128
Si	-20.575	-5.749	-2.707	0.105	0.009	0.091
Si	-19.649	1.466	26.31	-0.025	-0.026	0.115
Si	-18.816	5.256	23.341	-0.027	0.026	-0.075
Si	-16.623	3.255	-6.124	-0.048	-0.193	-0.028
Si	-23.54	-4.469	24.492	-0.112	-0.007	-0.138
Si	-18.386	4.705	-4.257	-0.004	0.074	0.149
Si	-9.828	4.219	24.652	0.191	-0.046	-0.085
Si	-10.467	2.509	-5.39	-0.04	-0.082	0.007
Si	-13.604	-0.572	-3.023	0.046	0.036	0.26
Si	-17.715	-2.84	25.694	0.054	0.02	0.032
Si	-14.96	-1.327	5.414	-0.006	0.007	0.005
Si	-12.237	1.402	5.431	0.001	0.008	-0.002
Si	-14.967	4.115	5.458	0.002	0.008	0.011
Si	-12.191	6.838	5.486	0.008	-0.012	0.015
Si	-14.94	9.556	5.434	-0.004	0.012	0.006
Si	-12.235	12.27	5.461	0.003	0.004	0.003
Si	-9.524	-1.315	5.488	-0.002	0	0
Si	-6.796	1.431	5.513	0	0.003	0.005
Si	-9.482	4.129	5.441	0.005	0.004	0.002
Si	-6.774	6.844	5.477	0.01	-0.004	0.002
Si	-9.489	-6.771	5.452	-0.01	-0.008	0.003
Si	-6.784	-4.063	5.461	0.001	-0.005	0.001
Si	-20.345	-1.382	5.401	0.006	0.006	0.006
Si	-17.695	1.364	5.409	-0.004	0.002	0.005
Si	-20.391	4.058	5.393	0.011	0.001	0.01
Si	-17.636	6.793	5.421	0.004	-0.018	0.01
Si	-20.413	9.526	5.432	-0.008	0.004	0.01
Si	-17.673	-4.048	5.418	-0.007	0.005	0.009
Si	-13.598	0.031	6.784	-0.001	-0.004	-0.007
Si	-10.861	2.76	6.792	-0.002	-0.01	-0.007
Si	-13.58	5.463	6.809	0.017	-0.006	-0.002
Si	-10.849	8.207	6.837	-0.008	0.003	-0.002
Si	-13.594	10.907	6.813	-0.002	0.001	-0.003
Si	-10.877	-2.691	6.829	0.007	-0.007	0
Si	-8.163	0.053	6.849	-0.005	-0.001	-0.002
Si	-5.429	2.781	6.878	0	0.003	-0.001
Si	-8.143	5.483	6.833	-0.002	0.003	-0.005
Si	-5.428	8.201	6.863	0.002	-0.005	0.003
Si	-8.142	-5.411	6.832	0.005	-0.006	-0.007
Si	-5.455	-2.686	6.867	0.004	-0.003	-0.008
Si	-19.035	-0.002	6.779	0.006	-0.005	0.001
Si	-16.334	2.728	6.78	-0.006	0.005	-0.009
Si	-19.033	5.432	6.753	0.005	0.003	-0.009
Si	-16.3	8.175	6.784	0.002	0.009	-0.009
Si	-19.036	-5.429	6.77	0.004	0.001	-0.005
Si	-16.32	-2.688	6.781	-0.009	0.001	-0.001
Si	-14.964	1.381	8.143	-0.008	-0.001	0.005
Si	-12.227	4.102	8.166	-0.012	0.005	0.002
Si	-14.945	6.827	8.158	0.009	0.01	-0.001
Si	-12.229	9.559	8.178	0.022	0.017	-0.004
Si	-14.973	-4.055	8.149	-0.008	-0.006	-0.008
Si	-12.247	-1.325	8.166	-0.006	-0.005	-0.007
Si	-9.524	1.411	8.194	-0.001	0.004	0
Si	-6.795	4.137	8.225	0.003	0.002	-0.001
Si	-9.505	6.834	8.197	-0.004	-0.004	0
Si	-6.792	-6.76	8.217	-0.004	-0.003	-0.005
Si	-9.506	-4.043	8.187	-0.004	0.007	-0.003
Si	-6.807	-1.312	8.219	-0.008	-0.004	0.003
Si	-20.412	1.34	8.13	-0.004	-0.007	0.002
Si	-17.695	4.081	8.137	-0.007	-0.006	-0.002
Si	-20.402	6.787	8.113	0	-0.001	0
Si	-17.684	-6.796	8.131	-0.002	-0.007	0.002
Si	-20.401	-4.091	8.138	0.001	0	0.002
Si	-17.681	-1.348	8.147	0.012	0.008	0.005
Si	-16.328	0.018	9.498	-0.003	-0.003	0.002
Si	-13.604	2.741	9.51	0.013	-0.005	-0.006
Si	-16.331	5.452	9.49	-0.002	-0.007	-0.009
Si	-13.596	8.189	9.525	0.004	0	-0.003
Si	-16.335	-5.426	9.497	0.007	0.009	-0.003
Si	-13.613	-2.693	9.509	-0.005	0.001	-0.003
Si	-10.889	0.036	9.537	-0.003	-0.001	-0.001
Si	-8.16	2.764	9.567	-0.006	-0.002	-0.006
Si	-10.876	5.467	9.539	0.001	-0.003	-0.002
Si	-8.15	8.194	9.567	0	0.001	0.001
Si	-10.873	-5.403	9.537	-0.01	-0.011	-0.002
Si	-8.164	-2.679	9.568	-0.002	-0.007	-0.003
Si	-21.783	-0.025	9.474	0	0.006	-0.004
Si	-19.061	2.715	9.483	0.003	0.003	0
Si	-21.766	5.421	9.472	0.009	-0.008	0
Si	-19.056	8.155	9.477	0	0.004	-0.004
Si	-21.782	-5.464	9.474	-0.002	0.002	-0.008
Si	-19.051	-2.72	9.493	-0.002	0.007	0.002
Si	-14.979	-1.339	10.861	0.001	0.002	-0.001
Si	-12.254	1.392	10.889	-0.016	-0.002	0.002
Si	-14.978	4.096	10.859	0.007	0.002	0.002
Si	-12.244	6.827	10.888	0.006	-0.001	0.003
Si	-14.976	9.545	10.866	-0.001	0	0
Si	-12.252	-4.046	10.873	0.015	0.004	-0.008
Si	-9.531	-1.316	10.913	-0.007	-0.003	0.004
Si	-6.804	1.411	10.945	-0.005	0.004	0.005
Si	-9.522	4.12	10.921	-0.001	0.005	0.003
Si	-6.793	6.85	10.947	-0.001	0	0
Si	-9.523	9.556	10.904	-0.006	0.009	-0.003
Si	-6.809	-4.028	10.949	-0.007	0.004	0.003
Si	-20.43	-1.374	10.842	-0.005	0.002	0.008
Si	-17.705	1.366	10.845	0.001	0.001	0.005
Si	-20.428	4.063	10.842	-0.003	0.007	0.004
Si	-17.706	6.799	10.847	-0.002	0.008	0.004
Si	-20.43	9.498	10.837	-0.001	-0.008	0.006
Si	-17.704	-4.079	10.859	0.003	-0.009	0.008
Si	-13.63	0.026	12.225	0.006	-0.006	-0.003
Si	-10.891	2.747	12.259	-0.005	-0.003	-0.001
Si	-13.623	5.461	12.223	-0.001	0.003	-0.005
Si	-10.883	8.189	12.251	0.005	0.006	-0.003
Si	-13.616	10.913	12.224	0.011	0.011	0
Si	-10.905	-2.689	12.245	-0.02	-0.012	-0.004
Si	-8.168	0.038	12.287	-0.004	-0.004	0
Si	-5.44	2.771	12.319	0.005	-0.002	-0.006
Si	-8.159	5.481	12.287	0.002	-0.002	-0.001
Si	-5.445	8.208	12.33	-0.003	-0.004	0.003
Si	-8.179	-5.401	12.277	-0.012	-0.012	-0.001
Si	-5.449	-2.671	12.326	0.003	-0.007	0.002
Si	-19.082	0.008	12.192	0.007	0	-0.005
Si	-16.352	2.729	12.204	-0.009	-0.003	-0.007
Si	-19.079	5.431	12.197	-0.003	-0.014	-0.004
Si	-16.356	8.175	12.201	0.009	0.001	-0.004
Si	-19.083	-5.45	12.197	-0.01	0.002	-0.002
Si	-16.351	-2.697	12.208	0.011	0.014	-0.001
Si	-15.008	1.371	13.576	0.005	-0.004	0.005
Si	-12.268	4.109	13.593	-0.01	0.005	0.009
Si	-15.001	6.822	13.561	-0.002	0.005	0
Si	-12.256	9.554	13.585	0.008	-0.011	0.003
Si	-14.985	-4.042	13.566	-0.002	-0.008	0.006
Si	-12.276	-1.33	13.584	0.003	0.003	-0.005
Si	-9.531	1.396	13.636	0.001	0.003	0.016
Si	-6.795	4.145	13.669	-0.006	0.004	0.004
Si	-9.522	6.846	13.629	-0.002	-0.002	0
Si	-6.827	9.574	13.657	-0.002	0.016	0.001
Si	-9.553	-4.044	13.616	-0.005	0.014	0
Si	-6.812	-1.307	13.675	0	-0.007	0.008
Si	-20.448	1.353	13.558	-0.008	0.006	0.004
Si	-17.728	4.072	13.556	0.008	0.004	0.008
Si	-20.468	6.762	13.554	-0.005	0.018	0.008
Si	-17.737	9.511	13.561	0.006	-0.001	0.003
Si	-20.448	-4.096	13.555	0.003	-0.006	0.01
Si	-17.729	-1.339	13.552	-0.011	0.001	0.004
Si	-16.397	0.027	14.933	-0.007	-0.006	-0.005
Si	-13.647	2.736	14.922	0.003	0.008	0.005
Si	-16.378	5.452	14.892	-0.003	-0.001	0.004
Si	-13.641	8.194	14.909	-0.008	-0.001	-0.003
Si	-16.375	-5.408	14.879	0.004	0.004	0.006
Si	-13.651	-2.665	14.945	0.002	0.01	0.012
Si	-10.909	0.005	14.951	-0.017	-0.015	0.003
Si	-8.157	2.763	14.993	0.003	-0.001	-0.005
Si	-10.902	5.476	14.947	0.003	-0.006	0
Si	-8.174	8.206	15.015	0.004	-0.009	0.008
Si	-10.908	-5.412	14.968	-0.006	0	0.003
Si	-8.198	-2.692	14.986	-0.007	-0.016	0
Si	-21.825	-0.02	14.889	-0.003	-0.004	-0.005
Si	-19.095	2.718	14.926	0	0.003	0.004
Si	-21.805	5.388	14.943	0.002	-0.007	0.005
Si	-19.122	8.132	14.898	0.005	-0.007	-0.002
Si	-21.828	10.862	14.9	0.005	0.01	0.003
Si	-19.094	-2.702	14.893	0.015	0.009	-0.009
O	-0.713	0.508	-3.41	0.334	-0.03	-0.249
O	-1.309	6.637	26.151	-0.509	0.265	0.333
O	3.214	4.775	25.206	0.111	0.256	0.569
O	3.344	-3.813	-0.932	0.151	0.033	-0.211
O	5.241	-5.358	-0.123	-0.022	0.011	-0.077
O	10.932	0.074	-0.295	0.08	0.3	-0.186
O	2.185	-6.968	-0.804	0.008	0.276	-0.387
O	5.093	6.496	25.608	0.586	0.259	-0.094
O	-2.63	-8.107	-0.359	-0.15	0.013	-0.472
O	11.222	-2.527	22.286	0.066	0.027	0.387
O	3.741	-5.446	22.757	0.152	-0.603	-0.031
O	-5.471	2.865	22.211	0.021	-0.055	0.427
O	2.676	-3.793	24.347	-0.6	0.1	0.53
O	7.104	-3.91	-6.116	-0.215	-0.238	-0.117
O	-0.032	2.741	22.251	-0.005	0.079	0.312
O	-3.608	-3.721	-1.949	-0.161	0.128	0.086
O	-4.331	-6.854	23.429	-0.175	-0.051	0.313
O	-10.793	0.025	24.851	0.106	-0.301	0.26
O	7.693	0.442	-4.615	0.18	-0.1	0.249
O	-7.168	-3.436	-5.895	0.163	-0.257	0.143
O	-5.25	5.406	-0.484	-0.035	-0.027	-0.155
O	-7.475	7.313	26.028	0.076	0.322	0.07
O	9.947	6.564	-3.166	0.272	-0.015	0.258
O	-8.152	0.011	25.155	-0.033	-0.198	0.355
O	-13.237	-2.27	26.024	0.101	-0.024	0.005
O	8.211	5.327	22.224	-0.241	-0.133	0.517
O	-14.454	-6.452	22.945	0.105	-0.332	0.498
O	-1.216	-1.426	24.181	0.319	-0.197	0.444
O	-1.907	2.343	-5.646	0.281	-0.327	-0.072
O	13.488	-2.312	-5.969	0.365	0.167	-0.091
O	-4.217	7.1	24.493	-0.196	-0.081	-0.38
O	-0.719	-3.419	22.555	0.319	0.115	0.028
O	2.787	0.129	22.248	0.099	0.085	0.205
O	-3.114	-4.685	-5.464	-0.184	0.438	0.174
O	-6.496	-4.413	-1.186	0.594	-0.257	-0.102
O	6.877	-0.773	23.675	-0.118	-0.504	0.269
O	-1.76	0.969	23.166	-0.091	0.115	0.29
O	4.146	6.14	23.174	-0.151	-0.29	0.08
O	-15.481	-0.826	26.264	-0.361	-0.097	-0.59
O	14.097	1.97	-5.497	-0.211	0.198	-0.014
O	5.498	2.187	-4.769	0.017	-0.028	-0.153
O	-8.201	-2.63	-0.356	0.301	0.142	-0.58
O	1.417	7.197	-2.018	-0.189	0.264	-0.545
O	5.594	5.467	-0.344	0.082	-0.185	-0.641
O	-3.541	-0.956	23.002	-0.227	0.018	0.016
O	3.901	-0.62	-5.357	0.361	0.423	-0.324
O	-3.76	2.483	25.507	0.025	0.198	-0.552
O	2.743	3	-0.087	0.048	0.001	-0.372
O	6.278	-1.573	-1.459	0.106	-0.218	-0.4
O	7.164	2.172	-2.771	-0.145	-0.16	0.019
O	-7.561	-3.853	23.466	-0.326	-0.483	-0.083
O	0.13	5.532	-3.489	0.453	-0.307	-0.221
O	6.788	3.05	22.523	-0.06	-0.527	-0.172
O	-7.234	7.19	23.392	0.248	0.554	0.244
O	0.171	-5.308	-0.25	-0.114	-0.089	-0.553
O	-4.667	6.978	-6.329	0.132	-0.589	0.26
O	-1.286	-3.232	-1.002	0.4	0.068	-0.393
O	1.052	4.727	-1.121	-0.205	0.043	-0.178
O	-3.279	-1.413	-0.928	0.447	0.051	-0.216
O	0.02	-0.116	0.051	-0.131	-0.013	-0.256
O	-9.476	-3.844	-4.718	-0.063	-0.03	-0.325
O	5.521	8.174	22.269	0.045	0.052	0.263
O	-6.932	-2.883	25.828	0.452	0.103	-0.223
O	-12.583	-7.178	24.711	-0.237	0.439	-0.094
O	-0.957	4.761	-5.829	0.202	0.119	-0.457
O	-3.904	5.001	26.028	-0.215	0.355	0.477
O	-7.012	6.754	-1.765	0.126	0.003	-0.193
O	-7.246	1.41	23.255	-0.69	-0.282	0.068
O	1.022	-7.758	-5.541	0.223	-0.388	0.146
O	-4.261	-6.222	-1.224	-0.699	-0.101	-0.015
O	-1.49	1.49	-1.103	-0.646	-0.194	-0.369
O	-2.647	-5.264	22.237	0.212	-0.12	0.368
O	1.57	-1.865	-1.02	-0.321	-0.299	-0.367
O	0.032	-7.892	22.113	0.077	-0.147	0.474
O	-9.18	3.432	-1.16	-0.095	0.177	-0.281
O	-3.507	2.691	-3.495	-0.593	-0.131	0.177
O	3.782	-1.659	-2.327	-0.194	0.228	-0.022
O	-1.215	7.176	-4.987	-0.466	0.133	0.043
O	7.267	6.204	-3.07	-0.227	-0.076	0.222
O	-2.652	-5.813	-3.236	0.438	-0.178	0.115
O	0.386	-7.937	25.113	0.124	0.203	-0.216
O	-3.064	0.264	-4.472	-0.766	-0.066	0.065
O	-0.939	6.414	-1.212	-0.203	-0.282	-0.263
O	-11.573	-4.267	26.322	-0.068	0.013	0.018
O	0.637	-3.23	-5.371	-0.3	-0.416	-0.3
O	-7.824	2.955	-3.331	0.145	0.03	-0.19
O	-4.569	-7.093	26.058	-0.245	0.213	-0.294
O	6.614	5.718	-5.568	0.328	0.025	-0.018
O	-8.489	7.987	-3.524	-0.444	-0.231	-0.455
O	-1.133	-1.222	-5.42	-0.443	-0.099	-0.201
O	-16.46	3.984	25.114	0.65	-0.326	0.497
O	-7.066	2.282	25.848	0.432	0.282	0.216
O	1.223	-5.717	22.936	-0.396	0.325	0.315
O	0.174	-3.515	24.946	0.336	-0.706	-0.216
O	7.005	-6.546	-1.466	0.291	-0.235	-0.236
O	3.264	-7.51	-3.055	-0.324	0.291	-0.196
O	-2.03	-1.828	-3.112	0.25	-0.247	-0.114
O	-1.377	-6.64	-5.469	0.222	0.329	-0.153
O	3.855	7.253	-1.103	0.184	0.305	-0.484
O	-5.474	0.49	24.984	0.132	-0.432	-0.187
O	12.454	3.705	-1.277	-0.291	0.073	-0.401
O	5.725	-6.881	-3.794	0.034	0.192	-0.34
O	7.662	-5.21	-3.767	0.011	0.487	0.263
O	3.502	1.029	-1.391	0.251	-0.451	-0.277
O	-7.311	-3.247	-3.365	0.215	0.29	0.38
O	-31.716	-2.228	-5.999	0.451	-0.412	0.016
O	-5.249	-5.051	-3.36	0.102	-0.162	-0.531
O	23.445	2.125	-3.649	-0.075	-0.314	0.049
O	-1.226	6.803	23.53	-0.409	-0.199	0.219
O	4.782	-3.042	22.98	0.07	0.327	-0.083
O	-8.949	-4.553	25.69	0.403	-0.348	-0.253
O	1.37	-0.806	-5.935	0.174	0.256	-0.363
O	-18.288	-4.335	25.793	-0.211	-0.004	-0.308
O	11.481	2.182	-4.762	-0.187	-0.076	0.12
O	-31.797	-1.876	23.119	0.022	0.021	0.309
O	1.056	1.928	-2.051	-0.065	0.546	0.36
O	-14.056	3.229	-3.808	-0.451	0.322	0.438
O	16.345	5.046	24.762	0.021	0.191	0.11
O	21.339	2.099	25.105	0.015	0.305	0.201
O	20.339	-3.444	-1.14	-0.339	0.2	-0.034
O	21.67	-5.482	-0.2	0.073	-0.047	-0.225
O	27.046	-0.128	-0.643	0.18	-0.198	-0.463
O	17.936	-6.908	-1.339	0.355	-0.411	-0.07
O	23.776	-6.483	22.657	0.397	0.291	0.121
O	13.544	8.191	-0.414	0.004	-0.05	-0.397
O	27.278	-2.663	22.052	-0.302	0.031	0.16
O	19.41	-4.206	22.601	0.373	-0.209	0.278
O	10.625	2.512	22.171	0.128	-0.096	0.247
O	18.902	5.439	25.231	0.161	-0.233	0.088
O	28.546	-1.059	-5.336	-0.243	0.17	0.544
O	18.209	4.249	23.062	0.528	0.13	0.032
O	12.396	-3.875	-1.652	0.038	0.15	-0.193
O	12.483	-7.164	23.22	0.068	-0.319	0.134
O	-14.16	-1.1	-1.576	0.017	-0.297	-0.18
O	19.98	6.787	23.221	-0.335	-0.119	0.086
O	-24.539	3.212	-3.529	-0.061	0.114	-0.557
O	10.725	5.457	-0.366	-0.08	-0.114	-0.447
O	5.554	4.169	24.423	0.334	0.157	0.45
O	25.4	6.291	-1.701	-0.479	0.376	-0.102
O	12.829	-0.771	23.287	-0.173	-0.052	0.246
O	16.447	0.732	-5.353	-0.16	0.12	0.216
O	-30.325	-7.001	23.195	0.089	0.426	0.177
O	24.495	5.357	22.257	0.039	0.036	0.215
O	26.704	-6.254	-3.134	-0.547	-0.415	-0.356
O	18.303	-3.684	-5.5	0.531	0.338	-0.108
O	-29.629	8.172	-3.4	0.36	-0.364	-0.287
O	2.479	1.504	-6.087	0.1	0.371	0.466
O	22.495	-7.915	24.46	-0.3	0.131	-0.253
O	-16.617	6.739	25.136	0.263	-0.054	-0.596
O	16.545	-4.098	22.789	-0.008	0.135	0.24
O	21.352	-0.521	25.89	0.154	-0.046	-0.428
O	6.969	-6.233	23.262	0.085	0.574	-0.032
O	9.471	-3.985	-5.235	0.054	0.585	0.029
O	23.376	-0.632	22.322	0.071	0.233	-0.046
O	14.532	1.178	23.284	-0.139	0.404	0.282
O	31.07	6.29	22.949	-0.617	-0.201	0.196
O	-5.96	7.5	-4.086	0.139	0.347	0.113
O	25.692	0.48	22.973	0.576	0.075	0.41
O	23.648	2.048	-6.279	0.166	-0.279	0.118
O	22.258	3.939	-5.142	-0.302	0.02	-0.075
O	8.182	-2.812	-0.357	-0.087	0.105	-0.534
O	18.588	-5.105	-3.281	0.402	0.533	0.607
O	21.756	5.298	-0.277	-0.035	-0.037	-0.24
O	19.766	7.974	-6.193	-0.051	-0.649	-0.175
O	4.893	7.014	-4.115	-0.151	-0.323	0.11
O	15.724	-4.348	-4.964	-0.359	0.256	0.223
O	18.815	2.75	-0.374	0.323	-0.089	-0.364
O	18.985	-0.084	-5.81	0.138	-0.394	-0.192
O	25.136	1.509	-1.583	0.175	-0.418	-0.35
O	9.632	-4.008	23.549	-0.339	0.175	0.214
O	17.027	4.506	-1.126	-0.026	-0.1	-0.173
O	22.845	3.533	23.281	-0.101	0.363	0.32
O	19.274	-0.012	22.098	-0.023	-0.123	0.495
O	18.454	-6.218	-5.668	0.109	0.058	-0.58
O	22.008	-3.299	-3.187	0.562	0.253	-0.011
O	16.227	-5.334	-0.303	-0.209	-0.082	-0.167
O	28.304	2.231	-5.866	-0.397	-0.312	0.569
O	14.829	-3.316	-1.163	0.364	0.032	-0.366
O	24.644	-3.813	25.681	0.142	-0.335	0.221
O	12.92	-1.428	-1.063	0.042	0.303	-0.232
O	16.154	0.071	-0.233	-0.046	0.002	-0.324
O	-18.338	0.023	22.856	0.042	-0.102	0.232
O	-27.898	-1.97	-5.374	-0.212	-0.351	-0.781
O	3.583	-1.346	24.725	-0.24	0.001	-0.094
O	-24.65	-5.701	-3.09	-0.49	0.183	-0.05
O	5.62	-0.434	26.025	0.091	-0.138	0.474
O	13.776	4.748	25.12	0.067	-0.372	0.405
O	11.533	-5.375	24.907	0.313	0.537	0.447
O	11.794	-6.418	-1.339	-0.224	-0.176	-0.303
O	18.685	-7.653	-3.653	0.395	-0.19	0.408
O	8.707	7.172	-1.045	-0.084	0.429	0.213
O	21.114	7.905	-2.866	-0.305	0.168	-0.159
O	8.598	0.491	22.246	0.271	0.178	0.217
O	21.4	5.364	-3.139	0.037	-0.604	0.137
O	9.661	-3.977	26.2	-0.34	0.444	-0.144
O	14.463	2.082	-0.757	0.195	0.364	0.14
O	9.033	6.841	25.604	-0.164	-0.304	-0.105
O	14.11	-5.369	22.312	0.118	-0.174	0.514
O	-16.295	-5.411	-0.417	-0.069	-0.008	-0.449
O	18.094	-1.396	-1.164	0.034	-0.657	-0.229
O	16.422	8.072	22.248	0.049	-0.136	0.243
O	-21.038	-1.179	-6.294	0.238	0.25	0.451
O	14.785	4.076	-2.448	0.018	-0.074	-0.367
O	-17.574	-6.949	25.388	-0.116	0.137	-0.372
O	-20.466	7.707	-6.346	-0.005	-0.178	0.058
O	20.114	-1.51	-2.866	-0.078	0.138	-0.699
O	21.993	-7.132	-5.908	-0.034	0.554	0.028
O	-11.414	7.867	21.988	-0.149	-0.071	0.144
O	-25.614	0.945	-2.827	-0.226	0.183	-0.115
O	13.859	-6.508	-4.372	-0.341	-0.051	0.312
O	14.839	7.112	25.403	0.396	0.307	-0.127
O	18.255	-4.247	24.832	0.085	-0.6	0.282
O	17.25	0.505	24.752	0.187	0.336	-0.38
O	6.926	-4.999	25.609	0.391	0.175	-0.221
O	15.24	6.424	-1.3	-0.148	0.31	-0.378
O	7.13	-7.666	25.514	-0.375	-0.164	-0.227
O	-11.98	-0.32	-3.001	0.07	0.047	-0.194
O	12.348	4.174	23.113	0.364	0.318	0.024
O	-15.491	4.384	-6.086	-0.065	0.418	0.373
O	22.735	-5.325	24.742	-0.693	-0.066	-0.244
O	30.846	1.785	-6.344	-0.276	-0.473	-0.179
O	11.084	-5.075	-3.525	-0.308	-0.6	-0.321
O	24.481	-1.45	24.44	-0.015	0.108	0.715
O	-13.868	7.569	-3.269	-0.188	-0.106	-0.225
O	31.352	1.534	-1.809	0.008	0.263	-0.135
O	32.431	1.458	-4.371	0.734	-0.093	0.186
O	26.54	-1.777	-7.085	0.054	0.355	0.196
O	-5.539	-2.549	22.361	0.069	-0.096	0.187
O	19.725	6.486	-1.285	-0.378	-0.089	-0.131
O	-28.816	-4.277	23.319	-0.211	-0.332	0.076
O	-28.524	-6.973	-5.341	-0.129	0.192	-0.454
O	-15.566	-5.598	-6.158	-0.165	0.246	0.15
O	23.106	-7.398	-1.281	0.535	-0.44	-0.367
O	-30.571	3.839	-3.51	0.14	-0.484	0.104
O	22.193	-1.49	-1.241	-0.057	0.268	-0.144
O	29.666	-2.686	-3.558	-0.049	-0.369	-0.232
O	4.413	2.096	23.108	-0.301	0.223	0.26
O	17.408	7.366	-5.389	-0.261	0.145	-0.516
O	-25.98	4.693	-5.977	0.241	0.087	0.054
O	30.051	2.436	-3.902	-0.083	0.435	0.316
O	8.253	-7.742	-3.315	0.414	0.133	-0.534
O	20.629	-4.702	-4.962	0.078	0.165	-0.353
O	-20.021	-6.078	-6.164	-0.325	0.484	0.05
O	19.795	0.65	-1.443	0.237	0.187	-0.435
O	27.356	-7.604	24.81	0.344	0.362	0.249
O	21.338	1.571	22.585	0.064	0.344	0.286
O	30.054	4.257	-5.758	0.22	0.109	-0.472
O	-18.175	-4.617	-4.856	0.5	-0.074	0.316
O	-12.004	1.536	23.028	0.291	0.499	0.161
O	23.301	-4.915	-4.771	-0.148	-0.144	-0.057
O	14.697	6.157	23.014	-0.318	-0.197	0.012
O	21.687	-2.739	22.05	0.211	-0.208	0.385
O	-29.264	6.96	23.335	-0.048	-0.534	0.337
O	13.495	0.34	25.658	-0.298	0.128	0.061
O	21.812	8.183	21.931	0.141	0.196	0.412
O	11.769	-7.311	-5.908	-0.098	0.597	-0.014
O	11.436	-2.487	-4.32	-0.427	0.329	0.245
O	-23.389	1.599	-1.646	-0.114	0.063	-0.297
O	-30.555	-1.309	-1.613	0.28	-0.004	-0.076
O	9.922	-4.584	-1.181	-0.04	-0.304	-0.492
O	2.503	-6.274	25.095	0.532	0.189	0.525
O	-28.338	4.691	-4.705	0.029	0.041	0.114
O	-25.877	1.498	24.525	-0.134	-0.33	0.25
O	-29.777	-0.909	-6.869	0.149	-0.337	-0.556
O	-27.151	-5.546	-0.447	0	0.206	-0.489
O	-21.687	-0.031	-0.537	0.114	0.013	-0.398
O	-32.514	8.198	-6.903	0.344	0.107	0.59
O	-25.455	-6.675	23.031	0.175	0.367	0.278
O	29.966	7.952	-0.297	0.141	0.152	-0.134
O	-21.934	-2.868	22.006	-0.024	0.03	0.382
O	-25.039	-3.917	-6.054	-0.556	-0.624	0.256
O	29.15	4.163	22.991	0.511	-0.01	-0.055
O	-26.277	-1.988	25.126	-0.467	0.037	-0.296
O	-32.423	-3.459	25.168	0.08	0.181	0.553
O	-30.822	4.118	23.114	0.588	0.108	0.145
O	27.873	-4.016	-2.325	-0.259	-0.263	0.074
O	-23.468	-4.752	22.897	-0.319	-0.57	0.016
O	31.406	6.035	-1.199	0.671	-0.129	-0.294
O	26.736	-8.098	-5.481	0.355	-0.024	-0.019
O	-19.378	5.953	-4.549	0.097	0.42	0.082
O	27.448	5.286	-0.569	0.019	-0.087	-0.185
O	28.026	3.767	25.264	0.23	-0.327	-0.083
O	-23.595	5.523	-2.961	0.182	-0.497	-0.366
O	32.57	2.628	22.132	0.102	-0.1	0.394
O	-3.919	-7.269	-4.912	0.143	-0.009	0.019
O	19.254	8.069	25.504	-0.129	0.408	-0.352
O	-24.501	5.357	22.231	0.05	0.017	0.434
O	26.468	5.913	-4.08	0.338	-0.494	-0.406
O	-29.299	6.94	-1.16	-0.067	-0.124	-0.257
O	-24.671	-5.459	25.134	-0.562	0.288	0.18
O	23.802	6.404	25.615	0.084	-0.222	-0.641
O	12.36	7.356	-3.983	0.054	-0.191	0.287
O	17.842	3.005	25.398	0.237	-0.055	0.098
O	31.477	-3.616	23.026	-0.006	0.082	0.386
O	-29.438	-2.372	25.157	-0.108	0.38	-0.396
O	-19.033	3.504	-3.358	-0.257	-0.231	-0.254
O	21.757	-5.925	-2.962	-0.645	0.162	0.12
O	-28.123	1.685	23.124	-0.021	-0.085	0.415
O	30.902	0.858	23.102	0.103	0.148	0.233
O	-27.27	8.09	22.14	0.204	0.178	0.246
O	19.275	1.016	26.346	0.009	-0.083	0.255
O	-10.738	-1.378	-6.352	-0.503	-0.242	0.433
O	23.919	5.526	-3.753	0.009	0.153	0.071
O	-20.366	2.832	25.811	-0.147	0.094	-0.703
O	24.252	-2.816	-0.362	0.295	0.193	-0.466
O	-27.193	6.982	-5.351	-0.192	0.007	-0.38
O	-27.279	5.439	-0.398	-0.226	0.064	-0.2
O	29.024	-0.957	23.084	0.105	-0.043	0.086
O	-25.827	-7.972	25.281	0.334	-0.612	0.147
O	27.234	2.526	22.201	-0.133	-0.146	0.55
O	-29.79	2.605	-0.371	0.049	0.115	-0.417
O	-26.241	-0.829	-0.976	-0.122	0.081	-0.123
O	-9.226	3.552	-5.414	-0.255	0.429	-0.119
O	25.345	-3.78	23.217	-0.194	-0.306	0.312
O	25.794	4.813	26.042	-0.017	-0.215	-0.366
O	-26.332	3.653	23.122	-0.128	0.229	0.309
O	-29.938	-0.097	22.331	0.196	-0.183	0.371
O	26.158	7.315	22.925	-0.187	0.129	0.275
O	-32.499	-6.174	25.373	-0.408	0.069	-0.153
O	32.512	-5.636	-0.629	-0.105	0.226	-0.586
O	-11.303	2.526	-6.784	0.166	-0.173	-0.451
O	30.475	-4.022	-1.434	-0.025	-0.269	-0.223
O	-31.378	4.49	-1.07	-0.13	0.215	0.054
O	28.944	-1.881	-1.249	0.236	0.166	-0.196
O	-32.553	-0.125	-0.466	0.02	-0.081	-0.183
O	-11.467	3.06	-4.216	0.034	0.066	0.577
O	29.491	0.495	25.296	-0.381	0.38	0.01
O	9.442	3.373	-5.83	-0.259	0.527	-0.153
O	28.085	7.853	-3.294	0.146	-0.276	0.438
O	-13.62	1.618	-5.869	0.219	-0.487	-0.004
O	22.177	-3.134	25.99	0.07	0.085	-0.383
O	11.596	3.22	25.467	-0.055	-0.101	-0.141
O	-27.362	2.814	-7.073	-0.256	-0.053	-0.265
O	-15.046	-7.597	25.67	0.049	0.36	-0.105
O	-18.719	-2.467	-6.172	0.326	-0.055	-0.045
O	31.252	-1.395	24.458	0.072	0.099	0.484
O	28.13	6.252	24.218	-0.171	0.039	0.063
O	23.437	-7.82	-3.834	0.665	0.234	0.297
O	28.662	-6.593	-1.518	0.347	0.473	0.048
O	17.285	-1.975	25.712	-0.318	0.087	0.378
O	-21.724	7.065	-4.031	0.01	0.258	0.13
O	29.953	-5.607	22.204	-0.149	0.071	0.557
O	32.119	4.279	-2.886	0.089	-0.377	-0.376
O	21.275	1.464	-5.343	0.087	-0.207	0.413
O	-32.468	8.057	22.214	0.102	-0.192	0.454
O	23.314	3.43	-1.372	-0.249	-0.083	-0.346
O	-5.376	0.035	-0.32	-0.006	-0.163	-0.334
O	-27.507	-0.833	-3.161	-0.353	0.084	-0.153
O	-17.055	5.212	-3.436	0.241	0.554	-0.341
O	-3.976	4.731	23.349	0.301	0.157	0.124
O	-25.936	-7.16	-6.147	0.213	0.219	0.281
O	29.725	3.987	-1.289	0.149	-0.078	-0.357
O	29.923	-4.612	-6.171	-0.166	0.32	0.385
O	29.115	-6.113	-4.1	0.108	0.491	0.12
O	-30.99	7.969	25.311	0.238	-0.409	0.082
O	-30.772	5.043	-5.733	0.043	0.512	0.131
O	-30.05	-3.145	-3.433	-0.058	-0.312	-0.483
O	-31.332	6.326	-2.806	-0.545	0.083	-0.102
O	-22.602	3.066	-6.269	0.242	-0.025	0.391
O	15.773	-6.695	-6.105	0.384	0.237	-0.369
O	-23.529	-1.774	-5.857	-0.378	0.156	0.087
O	-32.186	3.021	-6.655	-0.035	0.021	-0.239
O	17.952	-6.281	23.044	0.34	-0.357	0.606
O	-32.129	0.368	-6.692	0.164	0.069	-0.174
O	5.244	-2.297	-6.715	-0.089	-0.033	-0.213
O	26.768	-2.352	25.003	0.286	-0.144	-0.208
O	11.356	4.772	-4.406	0.433	-0.094	0.017
O	-26.149	5.385	-3.486	-0.198	0.36	0.382
O	29.458	-7.252	-6.439	-0.157	-0.105	0.184
O	17.541	-1.575	23.128	-0.144	-0.506	0.159
O	-29.635	2.691	-5.834	-0.333	-0.402	-0.28
O	31.521	-6.398	-4.994	-0.015	-0.57	0.132
O	12.765	-0.143	-4.548	0.003	-0.114	-0.087
O	13.498	-6.987	25.681	0.175	0.355	-0.021
O	1.686	4.467	23.137	0.244	0.402	0.14
O	0.695	5.265	25.438	0.144	0.365	-0.038
O	-23.365	1.195	-4.357	0.368	-0.511	-0.034
O	16.546	5.728	-3.445	-0.075	-0.082	-0.148
O	-14.983	3.952	23.022	0.236	-0.219	0.415
O	-27.629	-4.122	25.761	0.162	-0.249	0.196
O	-2.465	5.174	-3.662	-0.349	0.297	0.108
O	21.256	6.454	25.537	0.156	-0.605	0.324
O	-28.128	0.641	-5.718	0.473	0.132	0.384
O	32.523	-4.093	-4.535	-0.109	0	0.257
O	-14.883	-7.41	-1.261	-0.011	-0.42	-0.148
O	24.809	-6.969	25.045	0.226	-0.092	-0.15
O	-12.466	-4.619	22.939	0.33	-0.006	0.423
O	-11.387	7.36	-4.03	0.352	0.054	0.108
O	9.973	7.09	23.147	0.301	0.604	0.228
O	-31.246	-7.635	-1.428	-0.237	0	-0.296
O	-9.851	3.632	23.138	-0.392	-0.274	0.229
O	1.974	-5.412	-4.929	0.243	-0.214	0.303
O	-1.075	3.181	-2.866	0.515	0.254	-0.363
O	-14.479	-3.991	-3.417	-0.362	-0.25	0.105
O	-15.278	8.14	-6.088	-0.143	-0.491	0.222
O	-27.088	-2.785	22.166	0.107	0.163	0.116
O	-15.65	-1.529	22.86	0.021	0.401	0.478
O	-18.494	6.723	22.768	-0.406	0.492	0.489
O	-13.527	2.834	-0.436	0.225	-0.167	-0.664
O	-29.976	-0.661	-4.225	-0.055	0.604	0.114
O	29.914	5.509	-3.382	-0.511	0.246	0.154
O	24.302	8.061	-6.265	-0.05	-0.523	-0.164
O	25.612	-4.717	-1.355	-0.24	-0.304	-0.114
O	9.493	3.372	-3.222	0.054	0.176	-0.002
O	30.349	-0.114	-3.587	-0.024	-0.123	0.32
O	-10.172	-6.796	23.339	0.179	0.742	0.374
O	-12.99	-3.992	-1.223	-0.384	0.721	0.031
O	-10.892	-5.389	-0.413	0.033	-0.005	-0.261
O	-10.376	-6.645	25.898	0.245	-0.315	0.3
O	7.99	1.359	-6.96	-0.617	0.044	-0.339
O	-9.311	-2.242	24.775	-0.351	-0.283	0.004
O	-18.947	8.172	-0.409	-0.128	-0.058	-0.285
O	15.225	-1.126	24.322	-0.126	-0.557	-0.004
O	-18.594	-2.372	-3.54	0.022	0.631	0.052
O	-21.805	2.746	22.135	-0.066	0.255	0.43
O	5.541	-2.231	-4.07	0.486	-0.503	-0.183
O	-16.264	-2.999	24.975	0.48	-0.085	0.398
O	-16.36	-2.697	-4.85	0.22	0.156	0.086
O	-20.205	-4.186	-2.529	-0.301	0.071	0.018
O	-21.132	-7.131	22.884	-0.415	0.252	0.226
O	-19.719	0.446	25.089	-0.054	0.07	0.256
O	-13.414	5.788	22.079	-0.005	-0.058	0.333
O	-27.769	3.139	25.291	-0.002	0.241	0.171
O	-21.695	5.356	-0.371	0.232	-0.004	-0.375
O	7.71	-1.328	-6.519	0.083	0.027	0.037
O	-23.338	-7.531	24.416	-0.023	0.029	0.175
O	-16.702	1.97	23.131	0.379	-0.274	0.426
O	-15.595	-6.882	-3.81	-0.454	0.031	0.146
O	-12.099	7.285	-1.425	-0.157	0.478	-0.153
O	-8.333	5.379	21.993	0.021	0.007	-0.006
O	1.145	-1.692	23.199	0.332	0.034	0.372
O	-22.702	7.42	-1.473	-0.083	0.481	-0.11
O	18.933	2.474	-5.996	0.028	0.177	0.352
O	5.516	0.202	-3.131	-0.238	0.27	-0.002
O	-13.865	-4.765	25.109	-0.422	-0.235	0.282
O	-25.026	2.148	-6.169	-0.45	-0.467	0.387
O	-17.499	-3.498	22.77	-0.313	0.23	0.643
O	-6.198	-7.208	-6.219	0.036	0.48	0.137
O	-3.186	4.022	-1.31	0.335	-0.179	0.093
O	-24.133	8.064	-3.499	0.029	-0.034	-0.741
O	-9.286	-0.609	22.794	0.544	0.575	-0.103
O	9.083	-6.165	24.787	0.347	-0.458	-0.004
O	3.318	2.811	-3.301	-0.208	0.268	0.033
O	-14.136	-3.44	-6.011	0.51	0.36	-0.166
O	-31.982	-5.486	-6.672	0.093	0.555	-0.474
O	31.29	6.549	-5.4	0.234	0.415	0.529
O	-17.614	4.309	22.782	0.258	-0.159	-0.382
O	-24.546	-2.73	-0.395	-0.176	0.159	-0.302
O	3.312	-3.206	-5.255	0.207	-0.249	-0.219
O	-10.738	5.397	-0.361	0.199	-0.122	-0.431
O	-20.56	-1.154	23.195	-0.486	0.097	0.187
O	-19.951	-1.82	-1.377	0.162	0.289	-0.447
O	18.019	-0.046	-3.406	-0.29	0.484	0.005
O	-15.247	4.643	-1.414	0.531	0.252	-0.223
O	-10.095	-1.034	-1.265	0.025	-0.362	-0.418
O	-7.293	1.582	-1.241	0.237	-0.164	-0.169
O	-25.098	-1.263	22.917	0.262	0.496	0.031
O	-9.505	3.114	25.788	-0.318	-0.083	-0.081
O	28.573	-7.91	22.658	0.262	-0.42	0.28
O	-13.766	0.077	21.897	-0.159	-0.038	0.025
O	-22.464	6.913	22.898	0.254	-0.146	0.15
O	-7.646	-5.877	-3.071	0.259	-0.217	-0.285
O	-17.976	-3.588	-1.295	0.497	-0.1	-0.395
O	-21.415	5.317	-6.008	-0.224	-0.225	-0.063
O	-25.265	4.127	-1.323	0.097	-0.439	-0.018
O	-4.449	2.13	-5.764	0.1	-0.184	-0.259
O	-14.436	0.744	-3.455	-0.411	-0.045	0.379
O	-16.295	0.048	-0.58	-0.116	-0.177	-0.142
O	-12.524	5.222	-2.975	-0.252	-0.054	0.341
O	-10.115	-7.705	-6.049	0.348	0.372	0.497
O	-16.387	-8.084	22.18	0.016	-0.164	0.359
O	22.284	6.604	-5.361	-0.228	-0.049	-0.507
O	-22.128	-4.775	25.195	0.325	0.044	-0.129
O	-18.706	5.248	24.94	-0.466	0.013	0.258
O	-19.199	-5.434	22.144	0.188	-0.049	0.382
O	-11.31	4.804	24.936	-0.677	-0.375	-0.241
O	-6.14	5.323	24.791	-0.109	-0.387	0.188
O	30.321	5.236	25.142	0.223	-0.105	0.301
O	5.338	4.511	-3.555	0.141	0.054	0.894
O	-23.575	1.304	23.266	-0.189	-0.185	-0.052
O	-10.649	6.121	-6.255	0.26	-0.47	0.5
O	-20.687	-6.434	-1.261	-0.381	0.207	-0.15
O	-18.192	1.639	-1.484	-0.103	-0.013	-0.483
O	13.824	-2.272	-3.347	0.596	-0.292	-0.219
O	-18.613	-1.882	24.766	-0.293	-0.362	-0.289
O	-6.641	3.594	-5.591	-0.033	0.183	-0.012
O	31.641	7.683	25.073	-0.473	0.338	-0.027
O	16.316	-6.439	-3.453	-0.617	-0.348	0.402
O	24.645	-3.251	-6.153	-0.397	0.424	0.341
O	-17.766	4.15	-1.167	-0.029	-0.008	0.579
O	9.216	1.8	-1.195	0.134	0.022	-0.433
O	-9.987	0.955	-5.19	-0.221	-0.217	0.108
O	-32.344	5.478	24.734	0.321	0.176	0.238
O	-23.885	-2.92	24.691	0.415	0.185	0.227
O	-14.96	-3.992	22.881	-0.118	0.144	-0.441
O	-17.98	3.974	-5.633	-0.375	-0.069	-0.519
O	-19.484	-6.504	-3.626	0.201	-0.719	0.135
O	11.962	-4.431	-5.957	0.17	-0.447	-0.048
O	-12.643	7.935	-6.338	-0.157	0.325	0.173
O	17.742	4.765	-5.577	-0.292	-0.168	-0.032
O	16.808	-1.746	-5.119	-0.249	0.019	0.183
O	-17.006	6.614	-1.188	0.457	0.44	-0.409
O	2.808	7.684	25.961	-0.234	-0.442	-0.424
O	-13.951	-1.616	-4.195	0.552	-0.071	-0.311
O	-29.017	-5.581	-3.135	0.319	-0.038	0.085
O	-2.939	0.027	25.334	0.235	-0.286	0.39
O	-21.007	7.712	24.995	0.29	0.003	0.049
O	23.495	1.108	24.171	-0.035	-0.009	0.654
O	-1.537	3.965	25.896	0.222	-0.358	-0.592
O	25.442	-5.82	-5.992	0.13	0.04	-0.09
O	3.577	1.158	25.676	0.408	0.269	-0.42
O	-20.075	-6.179	25.985	0.027	-0.527	-0.464
O	-20.228	4.678	22.884	-0.532	-0.088	0.413
O	-23.629	2.024	25.848	0.054	0.315	-0.076
O	-13.413	-0.147	24.608	-0.352	-0.297	-0.44
O	-12.983	4.889	-5.496	0.327	0.463	-0.07
O	9.978	-0.1	-6.181	0.228	-0.333	0.402
O	25.485	3.778	-2.788	0.882	-0.184	-0.168
O	-11.386	-5.323	-5.718	-0.093	-0.261	0.219
O	-8.576	-1.366	-4.873	0.203	0.291	0.436
O	-13.229	-6.182	-2.818	0.59	-0.262	0.253
O	11.322	5.734	24.957	0.088	-0.001	0.142
O	-17.627	-7.076	-5.447	-0.164	-0.411	-0.243
O	1.535	2.799	25.22	-0.582	-0.286	-0.311
O	-10.726	7.334	24.837	0.191	-0.117	-0.178
O	-12.438	2.038	25.561	-0.151	0.857	-0.018
O	-8.726	5.385	24.788	-0.024	0.041	0.055
O	3.695	-7.346	-5.52	0.308	0.017	-0.382
O	-9.148	-7.134	-1.304	-0.173	-0.399	-0.053
O	-2.227	-7.535	24.907	0.055	0.566	0.356
O	-11.646	1.105	-0.933	-0.045	0.081	-0.109
O	-23.351	-3.624	-4.001	0.368	0.199	0.002
O	-7.742	5.49	-4.077	-0.237	0.057	-0.17
O	-22.023	-5.825	-3.423	-0.184	-0.314	-0.707
O	-16.101	2.082	-5.104	-0.294	-0.114	0.071
O	1.919	-3.457	-3.082	-0.671	-0.301	0.27
O	7.78	4.014	-1.136	-0.094	0.213	0.009
O	-21.079	5.413	26.053	0.086	-0.135	-0.631
O	-10.952	-2.628	22.108	0.112	-0.062	0.535
O	-11.774	-4.1	-3.482	0.102	0.516	0.05
O	-24.167	-0.39	25.171	0.445	-0.076	0.754
O	-20.218	3.299	-1.072	-0.262	-0.364	-0.232
O	-28.464	-7.738	25.285	0.224	0.421	0.254
O	-13.239	6.698	25.288	-0.196	-0.434	-0.067
O	16.316	2.729	22.188	0.056	0.085	0.361
O	-30.014	4.45	25.614	-0.015	0.355	-0.022
O	-22.962	-4.421	-1.481	0.171	0.014	-0.161
O	-26.595	-7.405	-3.644	-0.332	-0.028	0.28
O	2.25	0.424	-3.7	-0.236	-0.274	0.032
O	3.741	4.058	-5.567	-0.184	-0.016	0.075
O	10.436	6.799	-5.706	-0.605	-0.216	-0.25
O	11.14	-8.018	25.212	-0.309	0.15	0.377
O	-22.986	0.575	-6.876	-0.048	0.37	-0.52
O	-10.143	-6.186	-3.583	-0.37	-0.184	-0.108
O	-25.461	-2.09	-4.199	0.429	0.444	0.525
O	8.219	-6.228	-6.102	-0.04	-0.254	0.189
O	-27.91	1.119	-1.431	-0.102	0.177	-0.231
O	25.696	-4.059	-3.957	0.034	0.428	-0.02
O	13.339	1.922	-3.015	-0.058	-0.367	0.153
O	19.12	6.144	-3.825	-0.003	0.006	0.01
O	6.472	1.669	24.706	0.247	0.22	0.449
O	14.052	7.708	-5.923	0.15	-0.622	-0.06
O	31.117	-1.852	-5.381	-0.104	-0.238	-0.702
O	-28.983	-3.806	-1.182	-0.191	0.517	-0.022
O	-31.115	-6.271	-4.428	-0.075	0.058	0.017
O	-30.192	-4.889	25.417	0.252	-0.693	-0.244
O	8.198	0.06	25.859	0.156	-0.298	-0.177
O	4.927	-3.354	25.623	0.078	0.02	0.213
O	16.351	2.888	-6.719	-0.437	0.144	-0.147
O	-25.449	-7.433	-1.292	0.015	-0.242	-0.054
O	-27.433	-3.509	-3.278	0.397	-0.422	0.218
O	-6.608	0.953	-6.285	-0.089	-0.134	0.399
O	-32.037	2.919	25.184	-0.196	-0.62	-0.171
O	-32.288	-1.758	-3.502	-0.349	0.429	0.189
O	-9.625	1.18	-2.509	-0.166	-0.266	-0.459
O	28.641	6.423	-5.417	-0.032	0.075	-0.353

Results
total energy: -406620.334 eV
total energy less fixed offsets of O -438.25, Si -107.07 eV per atom: -7.534 eV
